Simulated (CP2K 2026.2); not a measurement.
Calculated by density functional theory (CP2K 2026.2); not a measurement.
Periodic cell of 1152 atoms, Si864O288, from a study of silicon, its oxide and their interface. The atomic structure is a simulated model.
Doubt: the forces sum to 3.87 eV/angstrom along one axis rather than to zero, so they err by at least 0.0034 eV/angstrom per atom on average; the grid cutoff is modest.

Settings
functional: PBE
method: Gaussian and plane waves
basis set: DZVP-MOLOPT-SR-GTH
pseudopotentials: GTH-PBE
grid cutoff: 350 Ry, relative cutoff 50 Ry
k points: Gamma only
occupations: fixed
spin: none
net charge: 0

Cell vectors (angstrom)
a, 32.64, 0, 0
b, 0, 16.32, 0
c, -1.1028, 1.8471, 39.0346

Atoms and the computed forces on them: element, x, y, z (angstrom), force x, y, z (eV/angstrom)
Si, 1.5686, 14.7384, 0.1932, -0.1596, 0.0488, 0.7522
Si, 4.2801, 1.0169, 0.0232, -0.3017, 0.4387, 0.5834
Si, 1.2148, 4.3239, 0.228, 0.1826, -0.3778, 0.682
Si, 4.3368, 6.6645, 0.2382, -0.1451, 0.0167, 0.7283
Si, 0.0191, 11.6415, 39.0049, 0.1657, -0.2281, 0.7312
Si, 3.815, 12.5224, 0.0377, 0.1935, -0.196, 0.7324
Si, 6.6204, 15.1102, 0.1354, 0.2977, -0.2092, 0.6184
Si, 8.5924, 3.3175, 38.8505, -0.18, 0.0072, 0.7229
Si, 6.5466, 4.4898, 0.0031, 0.1094, -0.3429, 0.7887
Si, 9.304, 7.032, 0.1964, 0.0013, -0.1341, 0.7579
Si, 7.0908, 9.23, 0.0441, -0.1101, 0.1726, 0.7162
Si, 9.8394, 12.0388, 0.262, -0.3674, 0.2047, 0.7391
Si, 11.5171, 16.3096, 39.0271, -0.1991, 0.2798, 0.8097
Si, 14.7232, 1.6346, 0.0507, 0.1911, -0.3203, 0.7221
Si, 12.5452, 3.9501, 0.0965, -0.161, 0.2553, 0.814
Si, 14.0972, 8.8481, 38.7039, -0.0413, -0.0544, 0.7984
Si, 11.949, 9.7, 0.3321, 0.2418, -0.2935, 0.7094
Si, 14.6056, 12.0238, 0.0929, 0.2564, -0.16, 0.6558
Si, 16.3949, 16.4873, 38.8509, 0.1872, 0.0916, 0.7244
Si, 20.2274, 1.5285, 0.1595, 0.0858, -0.2916, 0.817
Si, 17.8916, 3.5974, 0.1479, -0.0557, 0.3367, 0.7425
Si, 20.5861, 6.3674, 0.0527, -0.1243, 0.2958, 0.759
Si, 16.8665, 11.8064, 38.8557, -0.2559, -0.1397, 0.8301
Si, 20.982, 11.7232, 0.061, -0.0791, 0.2306, 0.7926
Si, 23.3073, 14.8181, 0.0083, -0.1986, 0.2018, 0.7532
Si, 26.0183, 1.253, 0.0822, -0.2586, 0.2662, 0.7347
Si, 22.8989, 4.2788, 0.1319, 0.2067, -0.1222, 0.8612
Si, 24.2841, 9.3836, 38.9068, 0.056, -0.3632, 0.6653
Si, 23.0872, 9.5298, 0.4129, -0.0495, -0.0561, 0.5963
Si, 25.3819, 12.4459, 0.0446, 0.3405, -0.0854, 0.6766
Si, 28.2484, 15.3225, 0.1205, 0.1621, -0.3077, 0.7319
Si, 30.7754, 1.6881, 0.0197, 0.3256, -0.1272, 0.7214
Si, 28.8323, 4.1414, 0.2246, -0.2351, 0.0922, 0.5836
Si, 31.462, 6.437, 0.0812, -0.2753, 0.4903, 0.5731
Si, 28.6423, 9.3898, 0.065, -0.0791, 0.244, 0.6358
Si, 31.4083, 11.9037, 0.0462, -0.074, 0.1981, 0.7133
Si, 2.7186, 16.3088, 1.4472, -0.0002, 0.0388, -0.0377
Si, 5.4372, 2.7478, 1.1867, 0.0129, 0.0139, -0.0091
Si, 2.7649, 5.4785, 1.5095, 0.0297, 0.0089, -0.0325
Si, 5.5369, 8.1923, 1.484, -0.0056, 0.0137, -0.0599
Si, 2.6985, 10.9029, 1.3234, -0.0146, -0.0077, -0.0344
Si, 5.4345, 13.5595, 1.4096, -0.0023, -0.0099, -0.031
Si, 8.3214, 16.3465, 1.1938, 0.0152, 0.0718, -0.0423
Si, 10.8882, 2.8135, 1.3388, 0.0599, -0.0641, -0.0345
Si, 8.1074, 5.4817, 1.4524, -0.0496, -0.0107, -0.0534
Si, 10.8416, 8.1048, 1.5443, -0.0212, 0.0014, -0.0038
Si, 8.1324, 10.8841, 1.3716, 0.0017, -0.0285, -0.0528
Si, 11.0074, 13.5963, 1.4831, 0.0467, 0.0386, -0.0452
Si, 13.6453, 16.2124, 1.2221, -0.0242, 0.0025, -0.0205
Si, 16.3027, 2.6041, 1.4866, -0.0586, 0.0095, 0.0314
Si, 13.7514, 5.6337, 1.183, 0.0586, 0.0138, 0.0101
Si, 16.5161, 8.3385, 1.1142, 0.0463, 0.085, -0.0339
Si, 13.5112, 10.7763, 1.6675, -0.006, 0.0093, 0.0246
Si, 16.3138, 13.2678, 1.2707, -0.0849, 0.0201, -0.0031
Si, 18.9086, 16.161, 1.1776, -0.0053, -0.049, -0.0471
Si, 21.7527, 2.7187, 1.4849, -0.0317, 0.021, -0.0666
Si, 18.9826, 5.3245, 1.3649, -0.0092, -0.0122, -0.0291
Si, 21.6511, 8.0309, 1.4278, -0.0376, -0.0508, -0.0282
Si, 19.304, 10.8417, 1.4804, -0.0258, 0.0483, -0.0722
Si, 21.8003, 13.5627, 1.2928, -0.0147, 0.0378, -0.0514
Si, 24.4353, 0.0694, 1.3539, 0.0417, -0.0395, -0.0341
Si, 27.1938, 2.854, 1.3381, 0.002, 0.0026, -0.0506
Si, 24.5039, 5.6237, 1.1913, 0.0129, -0.0108, -0.05
Si, 26.9743, 8.4116, 1.3855, 0.1023, -0.0397, -0.0015
Si, 24.4266, 10.9791, 1.6184, 0.0498, -0.0394, -0.0511
Si, 27.1752, 13.5227, 1.2054, -0.0388, 0.038, -0.0278
Si, 29.7768, 0.1383, 1.4934, 0.0238, -0.0283, -0.0148
Si, -0.033, 2.6363, 1.271, -0.0408, -0.0123, -0.0592
Si, 29.972, 5.5239, 1.6483, 0.0299, 0.0012, 0.0527
Si, -0.0252, 8.1684, 1.2481, -0.034, -0.056, -0.0164
Si, 29.9733, 10.7365, 1.4668, -0.0272, 0.0127, -0.02
Si, 32.5211, 13.5856, 1.3147, -0.0124, -0.0285, -0.0455
Si, 1.3138, 1.3485, 2.7154, 0.002, 0.0387, 0.0234
Si, 4.1192, 4.0231, 2.7247, 0.0528, -0.0245, 0.0291
Si, 1.3504, 6.8774, 2.7261, -0.0399, 0.0319, 0.0363
Si, 4.0821, 9.5701, 2.7088, -0.0352, -0.0111, 0.008
Si, 1.3037, 12.2468, 2.7054, 0.0064, 0.0007, 0.0389
Si, 4.1072, 14.9528, 2.7754, -0.0208, -0.017, 0.0614
Si, 6.8771, 1.396, 2.561, -0.0093, 0.0038, 0.0391
Si, 9.5267, 4.1097, 2.7295, -0.0216, 0.0081, 0.0076
Si, 6.8187, 6.8222, 2.8748, 0.0371, 0.007, 0.0373
Si, 9.4878, 9.548, 2.812, -0.0128, 0.0294, 0.0536
Si, 6.7784, 12.2054, 2.7463, 0.0319, 0.0138, 0.0079
Si, 9.5693, 14.9985, 2.6851, -0.0105, 0.0067, 0.0045
Si, 12.2381, 1.2941, 2.6068, 0.0322, 0.0233, 0.0343
Si, 14.9926, 4.1745, 2.6573, -0.0016, 0.0217, -0.0124
Si, 12.3338, 6.7635, 2.7195, -0.0189, -0.0345, -0.0075
Si, 15.0741, 9.4222, 2.7084, -0.0401, -0.0796, -0.0082
Si, 12.2377, 12.2387, 2.9396, -0.0513, -0.0239, 0.0089
Si, 15.0197, 14.835, 2.6095, -0.0001, -0.0048, 0.0276
Si, 17.6721, 1.1862, 2.7264, 0.0032, -0.0121, 0.0044
Si, 20.36, 4.0509, 2.8049, -0.0095, 0.0141, 0.0547
Si, 17.7037, 6.8639, 2.6168, 0.0349, 0.0294, -0.0247
Si, 20.4195, 9.3908, 2.8647, 0.0443, -0.0353, 0.0184
Si, 17.7747, 12.1463, 2.7178, -0.0095, 0.0131, 0.0125
Si, 20.3345, 14.8919, 2.5981, 0.0098, 0.027, -0.0132
Si, 23.1076, 1.3559, 2.7773, 0.0128, -0.0205, 0.0168
Si, 25.8019, 4.2148, 2.6337, -0.0567, -0.0022, -0.0114
Si, 23.1266, 6.7778, 2.7398, 0.0181, 0.0089, 0.0268
Si, 25.7993, 9.6504, 2.9237, -0.0236, -0.0261, 0.0423
Si, 23.0467, 12.328, 2.865, -0.0366, 0.0121, 0.0732
Si, 25.8319, 14.9463, 2.6525, 0.0062, -0.0023, 0.0338
Si, 28.4661, 1.4951, 2.8309, -0.0232, 0.0269, 0.0204
Si, 31.3453, 4.0358, 2.8043, 0.0462, -0.024, 0.0211
Si, 28.4257, 6.9339, 2.7145, -0.0147, 0.0685, 0.0062
Si, 31.3143, 9.4187, 2.797, 0.0789, -0.0239, 0.0021
Si, 28.551, 12.2171, 2.6514, -0.0483, -0.0035, -0.0094
Si, 31.2161, 15.0066, 2.6853, 0.0186, -0.03, -0.0217
Si, -0.0301, 16.3074, 4.0764, -0.0054, 0.0049, 0.0114
Si, 2.7103, 2.7052, 4.0695, -0.0045, 0.0196, -0.016
Si, 0.0439, 5.4584, 4.107, -0.0119, -0.0065, -0.0355
Si, 2.7244, 8.2079, 4.0846, -0.005, -0.0037, 0.0019
Si, 0.0065, 10.8608, 4.0985, 0.0158, 0.0046, 0.0075
Si, 2.6915, 13.5995, 4.0847, -0.0304, -0.0045, -0.0358
Si, 5.5127, 16.3632, 4.0164, 0.0248, 0.0162, -0.0227
Si, 8.1672, 2.7188, 4.0459, -0.0372, -0.0258, -0.0276
Si, 5.4347, 5.4058, 4.125, -0.0127, 0.0047, -0.0258
Si, 8.1801, 8.1808, 4.1922, -0.0041, 0.0024, -0.0087
Si, 5.4207, 10.8866, 4.1216, 0.0111, -0.0097, -0.0092
Si, 8.1783, 13.614, 4.0325, 0.0154, -0.0208, -0.0014
Si, 10.9076, 16.334, 4.0712, 0.0314, -0.0025, -0.0212
Si, 13.6038, 2.72, 3.9642, -0.0139, -0.0052, -0.0707
Si, 10.9331, 5.427, 4.0748, -0.0088, 0.0438, 0.0002
Si, 13.6711, 8.1179, 4.0895, -0.0145, 0.0516, 0.0028
Si, 10.8443, 10.8705, 4.1972, -0.0059, -0.0214, 0.0123
Si, 13.6661, 13.6174, 4.1283, 0.0251, 0.0264, -0.0168
Si, 16.3039, 16.1962, 4.069, 0.0041, -0.031, 0.0151
Si, 19.007, 2.6279, 4.0798, -0.0052, 0.0104, -0.0122
Si, 16.353, 5.4869, 4.0321, -0.0329, 0.0349, -0.0132
Si, 19.0097, 8.0921, 4.1499, -0.0031, -0.0442, 0.0253
Si, 16.3824, 10.8176, 4.0822, 0.032, -0.0143, -0.0382
Si, 19.0418, 13.5791, 4.0708, 0.0166, -0.0026, -0.0092
Si, 21.7042, 16.2694, 4.0295, -0.0291, -0.0374, -0.0478
Si, 24.4854, 2.7786, 4.0438, 0.0307, 0.0323, -0.0343
Si, 21.7664, 5.4143, 4.1165, -0.0184, 0.0361, -0.0378
Si, 24.434, 8.1753, 4.1402, -0.0312, -0.0193, -0.0181
Si, 21.7475, 10.8534, 4.1553, -0.0222, 0.0415, -0.01
Si, 24.488, 13.6607, 4.128, 0.0415, -0.0041, -0.0398
Si, 27.1422, 16.3302, 4.0787, -0.0083, 0.0073, -0.0126
Si, 29.9209, 2.7561, 4.1598, -0.0065, -0.0103, 0.0063
Si, 27.159, 5.4924, 4.0795, 0.0001, 0.0286, -0.039
Si, 29.8673, 8.1581, 4.1287, -0.0059, -0.0233, -0.0059
Si, 27.2422, 10.961, 4.1681, 0.0308, 0.0058, 0.0046
Si, 29.8796, 13.6116, 4.0346, 0.0161, -0.0109, -0.0126
Si, 1.368, 14.9717, 21.7567, -0.0003, -0.0099, 0.0159
Si, 4.1242, 1.3829, 21.8411, 0.011, 0.0155, 0.0173
Si, 1.3959, 4.1228, 21.7827, -0.0094, 0.0122, 0.005
Si, 4.1154, 6.8073, 21.7603, -0.0072, 0.0162, 0.0071
Si, 1.3633, 9.533, 21.7373, -0.0225, 0.0164, 0.0008
Si, 4.0738, 12.2102, 21.7159, -0.0032, 0.0051, -0.0214
Si, 6.8295, 14.9764, 21.7711, 0.0044, -0.0039, 0.0113
Si, 9.5401, 1.3963, 21.7438, 0.0144, -0.0034, -0.0035
Si, 6.8289, 4.0768, 21.8308, -0.0011, -0.0032, 0.0169
Si, 9.5392, 6.7861, 21.8396, -0.0034, -0.0092, 0.0117
Si, 6.8193, 9.4822, 21.7893, -0.0191, -0.0042, 0.0059
Si, 9.574, 12.2709, 21.7596, 0.0058, 0.002, -0.0006
Si, 12.2489, 14.9577, 21.747, -0.0098, 0.0105, 0.0154
Si, 14.9759, 1.4014, 21.711, -0.0013, -0.0202, -0.0089
Si, 12.2406, 4.1187, 21.8045, 0.001, -0.0204, 0.0156
Si, 14.9742, 6.8253, 21.7699, 0.023, 0.0072, 0.0098
Si, 12.2937, 9.5251, 21.7842, -0.0094, -0.0022, 0.011
Si, 15.0079, 12.2247, 21.7705, -0.0056, 0.0058, -0.004
Si, 17.6714, 14.9349, 21.6937, -0.0065, 0.0064, -0.0039
Si, 20.3702, 1.3101, 21.6579, 0.0185, -0.0078, -0.0019
Si, 17.6812, 4.1223, 21.7139, -0.0049, 0.0137, 0.0027
Si, 20.3764, 6.8157, 21.7763, -0.0043, -0.0101, 0.0069
Si, 17.6657, 9.5205, 21.8284, 0.0136, 0.0042, 0.0134
Si, 20.3678, 12.1816, 21.7683, -0.0196, 0.022, 0.0114
Si, 23.0699, 14.8906, 21.6904, -0.0033, 0.0018, 0.0141
Si, 25.8178, 1.3196, 21.6519, -0.0157, 0.0049, 0.0173
Si, 23.0889, 4.0858, 21.6661, 0.0049, -0.0012, -0.0097
Si, 25.8036, 6.8085, 21.7318, 0.0126, -0.0126, 0.0198
Si, 23.0727, 9.496, 21.8086, 0.0052, 0.006, 0.015
Si, 25.7994, 12.1717, 21.7545, -0.0189, 0.0042, 0.0125
Si, 28.55, 14.917, 21.7309, -0.0116, -0.0184, 0.0233
Si, 31.3304, 1.3776, 21.6693, 0.0035, 0.0073, -0.0027
Si, 28.5788, 4.1131, 21.6285, 0.0182, -0.0118, -0.024
Si, 31.2788, 6.8083, 21.7541, 0.0098, -0.0166, -0.0009
Si, 28.4994, 9.4972, 21.7426, 0.0073, 0.0018, 0.0028
Si, 31.2285, 12.233, 21.7681, 0.0049, 0.0049, 0.0073
Si, 2.7213, 16.3277, 23.1493, -0.0005, 0.0025, 0.0479
Si, 5.5154, 2.7199, 23.2505, -0.0247, -0.0161, 0.0354
Si, 2.7689, 5.4941, 23.1495, -0.0174, -0.0428, 0.0264
Si, 5.4507, 8.1255, 23.1816, 0.0266, 0.0156, -0.0026
Si, 2.7654, 10.835, 23.1093, 0.0262, -0.009, 0.009
Si, 5.4238, 13.5768, 23.0411, 0.0065, 0.0048, -0.005
Si, 8.2123, 16.3602, 23.1098, -0.025, 0.01, -0.0279
Si, 10.8435, 2.7656, 23.1437, -0.0037, 0.0136, 0.0325
Si, 8.171, 5.4253, 23.233, 0.0061, -0.0145, 0.0094
Si, 10.9551, 8.1529, 23.1471, 0.015, 0.0235, 0.0283
Si, 8.2225, 10.8734, 23.0594, -0.0157, -0.0218, -0.0063
Si, 10.9314, 13.607, 23.1692, 0.015, -0.0084, 0.0099
Si, 13.622, 16.3531, 23.0347, -0.0155, 0.0361, 0.018
Si, 16.3175, 2.7922, 23.0616, 0.0225, 0.0061, -0.0114
Si, 13.6397, 5.4784, 23.1465, -0.0417, -0.0017, -0.0056
Si, 16.2999, 8.1587, 23.1907, -0.0149, -0.0103, 0.0229
Si, 13.6654, 10.8823, 23.1509, 0.0131, -0.0137, 0.0004
Si, 16.4204, 13.5445, 23.1148, 0.0329, -0.0191, 0.014
Si, 18.9805, 16.3237, 23.0327, 0.0107, -0.0236, 0.0272
Si, 21.7292, 2.6866, 22.9552, -0.0198, 0.0139, -0.0052
Si, 19.032, 5.4391, 23.1227, -0.0101, 0.0097, 0.0414
Si, 21.6954, 8.1581, 23.1987, -0.0114, 0.0054, 0.02
Si, 19.027, 10.8691, 23.2179, -0.0329, -0.0077, -0.0033
Si, 21.715, 13.5514, 23.095, 0.0082, -0.0112, 0.0399
Si, 24.463, 16.2379, 22.9883, 0.0214, -0.0044, 0.0241
Si, 27.2048, 2.7394, 22.8966, -0.0019, 0.0019, -0.0218
Si, 24.4158, 5.4417, 23.0469, -0.006, -0.0215, 0.0397
Si, 27.1578, 8.1358, 23.1315, 0.0101, 0.031, 0.0192
Si, 24.4334, 10.8479, 23.1768, 0.0298, 0.045, 0.0365
Si, 27.1701, 13.5277, 23.0887, 0.0377, -0.0096, -0.0176
Si, 29.9989, 16.2973, 22.9764, 0.0101, 0.0053, 0.0023
Si, -0.0077, 2.7533, 23.079, -0.0122, -0.0067, -0.0007
Si, 29.894, 5.425, 23.0729, -0.0076, -0.0038, 0.0015
Si, -0.0348, 8.224, 23.094, 0.0036, 0.0083, 0.0111
Si, 29.8008, 10.883, 23.1114, 0.0101, 0.0276, -0.0199
Si, -0.0223, 13.6077, 23.0868, -0.0486, 0.0026, 0.0347
Si, 1.3261, 1.4161, 24.4618, 0.0424, -0.0196, -0.0023
Si, 4.1405, 4.1528, 24.5581, 0.0042, 0.0461, -0.0579
Si, 1.4153, 6.9545, 24.4335, 0.0383, 0.0392, -0.0337
Si, 4.1154, 9.4934, 24.5547, -0.023, 0.0243, 0.0043
Si, 1.3367, 12.1825, 24.3689, -0.0169, 0.0036, -0.0174
Si, 4.1011, 14.9035, 24.4495, -0.0007, -0.0157, -0.0528
Si, 6.9361, 1.3205, 24.6093, -0.0108, 0.0467, -0.0101
Si, 9.4957, 4.0508, 24.6406, 0.0047, -0.0503, -0.0048
Si, 6.8165, 6.8051, 24.597, -0.0207, -0.0179, 0.0014
Si, 9.6422, 9.6001, 24.4383, -0.0091, 0.0471, -0.0245
Si, 6.7734, 12.1772, 24.3413, -0.0125, -0.038, -0.0452
Si, 9.5411, 15.0101, 24.473, 0.025, 0.0032, -0.0007
Si, 12.2584, 1.3925, 24.3937, 0.0056, -0.0151, -0.0166
Si, 14.9964, 4.1155, 24.4923, 0.0085, 0.0128, 0.0123
Si, 12.3149, 6.8145, 24.5555, 0.0105, 0.0129, 0.0102
Si, 14.9643, 9.5328, 24.5957, -0.004, -0.0229, -0.0069
Si, 12.3828, 12.2857, 24.5154, -0.0172, 0.0271, -0.0238
Si, 15.0768, 15.0196, 24.295, 0.0031, 0.0028, -0.046
Si, 17.7093, 1.4723, 24.3767, 0.0208, 0.0332, -0.0443
Si, 20.3883, 3.9693, 24.3762, -0.0075, -0.0271, -0.0422
Si, 17.6827, 6.7947, 24.5267, 0.0093, -0.0111, -0.0232
Si, 20.366, 9.5398, 24.6334, 0.0357, -0.0232, 0.0161
Si, 17.6992, 12.2036, 24.6545, -0.0147, 0.0422, 0.0111
Si, 20.2421, 14.8736, 24.3693, -0.0366, -0.0265, -0.0238
Si, 23.0746, 1.299, 24.2438, -0.0031, 0.0128, -0.0243
Si, 25.8391, 4.0394, 24.2674, 0.029, -0.0418, -0.0426
Si, 23.0192, 6.7017, 24.4923, -0.0076, -0.0231, -0.0234
Si, 25.7712, 9.4377, 24.54, -0.0066, 0.0168, -0.0037
Si, 23.0861, 12.2647, 24.5356, -0.002, 0.0111, -0.0199
Si, 25.8126, 14.9053, 24.3876, -0.0372, -0.0044, -0.0164
Si, 28.6372, 1.4252, 24.1659, 0.0313, 0.0422, -0.0341
Si, 31.2824, 4.1207, 24.4474, 0.0054, -0.0201, -0.0141
Si, 28.4899, 6.7075, 24.4588, -0.0445, -0.0003, -0.0295
Si, 31.1089, 9.4894, 24.4378, 0.0064, -0.0419, -0.0385
Si, 28.4416, 12.1859, 24.557, -0.0135, -0.0161, 0.0029
Si, 31.2729, 14.9872, 24.4655, -0.0081, 0.0173, -0.0417
Si, 0.01, 16.3865, 25.8576, -0.0313, -0.0283, 0.0409
Si, 2.695, 2.7615, 25.8143, 0.0069, 0.0168, 0.0602
Si, 0.0198, 5.5895, 25.6799, -0.0575, -0.0028, 0.0191
Si, 2.6977, 8.2659, 25.9948, -0.0478, 0.0087, 0.0349
Si, -0.142, 10.8977, 25.6702, -0.0505, 0.0146, 0.0342
Si, 2.7307, 13.4773, 25.7293, 0.0426, -0.0272, 0.0613
Si, 5.5243, 16.1944, 25.8323, 0.03, -0.0687, 0.0012
Si, 8.2379, 2.6413, 26.161, 0.0362, -0.0312, 0.0214
Si, 5.4792, 5.4877, 26.0637, -0.0065, -0.025, 0.0748
Si, 8.2874, 8.2247, 25.7692, -0.0025, 0.0163, 0.058
Si, 5.5871, 10.7928, 25.8524, 0.0638, -0.0281, 0.0579
Si, 8.0657, 13.5991, 25.6286, 0.0082, 0.0733, 0.0035
Si, 10.9731, 16.3412, 25.8012, -0.0363, 0.0236, 0.0182
Si, 13.5889, 2.7621, 25.7713, -0.0463, -0.008, 0.0519
Si, 10.9467, 5.4356, 25.89, 0.0021, -0.0195, 0.0356
Si, 13.5988, 8.206, 26.0069, -0.0096, 0.0029, 0.0159
Si, 11.0191, 10.9377, 25.8688, 0.0387, -0.0259, -0.023
Si, 13.8556, 13.6988, 25.7239, 0.0108, -0.079, 0.0264
Si, 16.3365, 16.4434, 25.6293, -0.0473, 0.0159, 0.045
Si, 19.0491, 2.7335, 25.8535, -0.0057, -0.0234, 0.072
Si, 16.3496, 5.4172, 25.9169, 0.0245, 0.0316, 0.0573
Si, 19.0224, 8.1153, 25.9768, -0.0471, -0.0121, 0.046
Si, 16.3535, 10.8001, 26.0435, 0.0428, -0.0043, 0.0662
Si, 19.0252, 13.6247, 26.027, 0.0151, 0.0292, 0.0448
Si, 21.6046, 16.3393, 25.4993, -0.0308, -0.0008, 0.0132
Si, 24.5383, 2.564, 25.512, 0.0032, 0.0039, 0.0078
Si, 21.7397, 5.1748, 25.8017, 0.0409, -0.0097, 0.0274
Si, 24.3761, 8.0323, 25.8643, 0.0361, 0.0407, 0.0413
Si, 21.7309, 10.9418, 25.9966, 0.0028, 0.0259, 0.0373
Si, 24.4436, 13.6964, 25.8987, 0.0102, -0.0027, 0.0436
Si, 27.3188, 16.3446, 25.4177, 0.0276, -0.0285, -0.0137
Si, 29.8657, 2.7156, 25.697, 0.0213, 0.0263, 0.0876
Si, 27.0869, 5.3423, 25.7697, -0.0242, 0.0171, 0.0945
Si, 29.7886, 8.0547, 25.8422, 0.0136, 0.0302, 0.0454
Si, 27.0233, 10.8454, 25.9848, -0.028, 0.0248, 0.0486
Si, 29.8318, 13.6208, 25.8103, -0.0171, -0.0196, 0.039
Si, 1.2482, 14.7312, 27.008, 0.2165, 0.3301, -0.6778
Si, 4.2666, 1.4457, 26.9554, -0.1745, -0.0137, -0.771
Si, 1.6019, 4.5049, 26.9721, 0.082, -0.1703, -0.7449
Si, 3.8622, 6.6918, 27.3648, 0.2259, 0.2679, -0.647
Si, 0.9241, 9.4431, 27.108, 0.2632, -0.0049, -0.609
Si, 4.2097, 12.2135, 27.0582, -0.175, -0.1315, -0.6406
Si, 6.4735, 14.4292, 27.1538, 0.1827, 0.3821, -0.5649
Si, 10.0268, 1.5024, 27.3686, -0.3468, -0.1469, -0.7062
Si, 6.4713, 3.7242, 27.3669, 0.3542, 0.3808, -0.7227
Si, 9.8032, 7.0719, 27.0798, -0.0291, -0.1107, -0.7662
Si, 7.3667, 9.8347, 27.1746, -0.3858, -0.2126, -0.7149
Si, 9.383, 12.2285, 26.8983, 0.2209, 0.0605, -0.6531
Si, 12.6664, 15.2372, 26.9696, -0.1193, -0.0702, -0.788
Si, 14.7679, 17.5125, 27.0024, 0.1337, 0.1447, -0.8074
Si, 12.1034, 3.8801, 27.2102, 0.1918, 0.1553, -0.776
Si, 15.2105, 7.0036, 27.2245, -0.1693, -0.1469, -0.829
Si, 11.9652, 9.3303, 27.354, 0.2853, 0.24, -0.6972
Si, 15.0344, 12.3296, 27.2387, 0.1469, -0.0105, -0.6875
Si, 17.8265, 15.4067, 27.0515, -0.0287, -0.3549, -0.7433
Si, 20.2146, 17.408, 27.0546, 0.1329, 0.295, -0.7192
Si, 17.9115, 4.2409, 27.2683, -0.2302, -0.167, -0.7586
Si, 20.1667, 6.3575, 27.0495, -0.0335, 0.0597, -0.8165
Si, 17.4681, 9.1975, 27.463, 0.3, 0.2518, -0.7238
Si, 20.8122, 12.7005, 27.3611, -0.2996, -0.1909, -0.7515
Si, 22.8314, 15.0815, 26.9511, 0.1915, 0.0248, -0.6734
Si, 26.1336, 1.4272, 26.7722, -0.1534, -0.0662, -0.7093
Si, 23.3894, 3.8868, 26.9764, -0.2748, -0.0832, -0.6531
Si, 25.3938, 6.304, 27.1097, 0.1357, 0.1032, -0.7742
Si, 23.2781, 9.6242, 27.2039, -0.272, -0.1226, -0.7599
Si, 25.3727, 12.0078, 27.2899, 0.2909, 0.2022, -0.786
Si, 28.6739, 15.2871, 26.9623, -0.0519, -0.2321, -0.6453
Si, 30.9142, 17.4652, 27.0654, 0.2366, 0.0611, -0.7445
Si, 28.2083, 3.7209, 27.0231, 0.1487, 0.1552, -0.7555
Si, 31.5008, 7.059, 27.1164, -0.0693, -0.0941, -0.6866
Si, 28.4921, 9.4693, 27.221, -0.2709, -0.201, -0.5422
Si, 31.5392, 12.5814, 26.9907, -0.3105, -0.2915, -0.6525
Si, 27.539, 1.5935, 31.1647, -0.0535, 0.0258, -0.0465
Si, 3.6822, 7.0234, 33.0579, 0.0323, 0.0792, -0.0027
Si, 29.7822, 4.3427, 34.0117, 0.1182, 0.0398, 0.12
Si, 6.667, 13.245, 29.766, 0.1421, 0.023, -0.0846
Si, 2.5437, 10.6204, 29.2962, 0.0786, 0.0701, -0.0833
Si, 30.1318, 11.1475, 28.8893, -0.0831, -0.0079, 0.2311
Si, 1.292, 15.5691, 29.9269, 0.034, 0.0032, -0.0977
Si, 5.2304, 4.8407, 34.6786, -0.1593, 0.0418, 0.0324
Si, 6.3122, 4.8503, 30.3044, -0.0189, -0.0852, -0.1028
Si, 14.6502, 14.8019, 31.6345, -0.0178, 0.039, 0.0575
Si, 8.1001, 11.3371, 34.9283, 0.0097, 0.1246, -0.0136
Si, 10.2298, 16.4025, 30.2538, 0.1688, 0.0063, -0.1878
Si, 16.9757, 8.1212, 34.7392, -0.033, 0.0894, 0.0927
Si, 3.6892, 17.2931, 29.8048, -0.036, -0.0634, -0.0063
Si, 13.9438, 5.1568, 29.4376, 0.0141, -0.051, -0.1253
Si, 17.6506, 14.203, 37.191, -0.0466, -0.1137, 0.1495
Si, 15.589, 17.5924, 31.9009, -0.0767, -0.0368, -0.0905
Si, 12.4694, 2.0776, 34.8892, 0.0883, -0.0047, -0.0644
Si, 15.2495, 6.5476, 36.7376, -0.0564, 0.0942, 0.0292
Si, 13.1148, 6.6359, 32.1334, 0.0478, 0.1272, -0.0262
Si, 7.4085, 11.951, 32.0859, 0.0266, 0.0365, -0.0544
Si, 19.026, 9.646, 30.1843, -0.1269, -0.1088, -0.0778
Si, 19.3376, 8.4218, 32.917, -0.0992, 0.0681, -0.0946
Si, 10.9672, 13.7284, 29.1003, 0.0094, 0.0032, -0.0697
Si, 29.9373, 13.1877, 32.3645, -0.0062, -0.0569, -0.0893
Si, 25.1134, 2.5957, 32.8227, 0.037, -0.0021, 0.2041
Si, 31.177, 6.8279, 34.4067, 0.0923, 0.0058, 0.0517
Si, 25.5208, 13.3888, 30.1834, -0.0496, -0.1281, -0.079
Si, 18.3215, 9.8269, 36.7939, -0.0442, -0.0454, -0.0025
Si, 19.727, 17.2731, 31.86, 0.1169, 0.0616, -0.1427
Si, 27.9074, 11.7539, 30.8344, 0.0743, -0.0486, -0.0547
Si, 0.6979, 4.1471, 29.8158, -0.0627, 0.0489, -0.0628
Si, 28.4308, 4.3999, 30.0269, -0.0255, -0.0005, -0.1062
Si, 24.2053, 5.5822, 32.2848, 0.0452, 0.0599, -0.06
Si, 18.6204, 14.4941, 31.4169, 0.028, 0.0383, -0.1017
Si, 24.9561, 6.018, 35.0875, -0.1048, 0.007, -0.0384
Si, 1.193, 5.8879, 34.1009, -0.0076, 0.0473, -0.0403
Si, -0.1282, 3.2603, 34.58, -0.1551, 0.0704, -0.0865
Si, 5.0022, 13.6587, 32.0341, 0.113, -0.0369, -0.0463
Si, 6.5578, 10.2199, 29.9242, 0.1468, 0.1223, -0.0335
Si, 27.7338, 8.9269, 30.3393, 0.0762, 0.0365, -0.2736
Si, 8.3765, 17.5949, 32.3597, -0.0756, 0.121, -0.0737
Si, -0.6416, 1.5532, 29.8429, 0.0342, 0.0029, -0.1417
Si, -0.2272, 17.0164, 36.3272, -0.0699, 0.0555, 0.0296
Si, 4.1649, 8.2244, 30.131, 0.0347, -0.0911, -0.1254
Si, 14.7122, 1.8095, 36.8231, -0.0596, 0.0093, 0.0741
Si, 12.7117, 17.0012, 32.044, 0.0281, -0.0363, 0.0115
Si, 3.4101, 3.8846, 30.7408, 0.1855, -0.1196, 0.024
Si, 5.3931, 16.6686, 32.1486, 0.0091, -0.139, -0.0644
Si, 12.5547, 10.6918, 34.3497, 0.0491, -0.0616, 0.0576
Si, 3.8551, 2.61, 33.427, 0.0856, 0.0271, 0.0557
Si, 19.878, 11.0327, 34.5894, -0.0431, -0.0064, -0.0017
Si, 12.846, 11.3882, 29.301, -0.0587, -0.0354, -0.0838
Si, 20.9572, 2.2037, 36.8807, 0.0712, 0.0004, 0.1752
Si, 16.4016, 2.8606, 34.5437, -0.0326, -0.0151, -0.0818
Si, 9.9357, 8.9932, 34.6067, 0.1048, 0.0426, 0.0156
Si, 20.4448, 12.2054, 30.5002, 0.0948, 0.068, -0.1538
Si, 14.6018, 9.1126, 33.0754, -0.1508, 0.0736, -0.0623
Si, 8.6565, 6.2362, 29.8734, 0.0322, -0.0173, -0.0582
Si, 26.6127, 15.8987, 29.0258, 0.005, -0.0577, -0.2353
Si, 21.5666, 8.0952, 29.2383, 0.0484, 0.0108, -0.0308
Si, 24.8857, 11.298, 34.2787, 0.0447, 0.0358, -0.014
Si, 22.6035, 1.6317, 31.7114, -0.0741, -0.0034, 0.0467
Si, 19.3635, 2.4002, 34.271, 0.0598, 0.0186, -0.062
Si, 26.0794, 6.4399, 30.107, 0.0187, -0.0843, -0.1212
Si, 24.0591, 13.4416, 36.1198, 0.0119, 0.0079, 0.0814
Si, 31.0357, 2.2834, 32.5152, 0.0675, 0.0611, -0.0422
Si, 26.8854, 3.6948, 35.1498, -0.1544, -0.0708, -0.0633
Si, 22.6459, 17.6504, 28.7114, -0.0924, -0.0138, -0.2157
Si, 0.1891, 13.7199, 32.1662, -0.1395, 0.0896, 0.0107
Si, 28.0523, 8.4811, 37.584, 0.0981, -0.1634, 0.0943
Si, 30.6557, 8.9828, 30.9983, 0.0016, 0.0437, -0.0521
Si, 1.4757, 9.7858, 37.0263, -0.0655, -0.0007, 0.0015
Si, 28.4308, 2.0025, 36.8729, 0.0845, -0.0614, 0.1964
Si, 30.9731, 6.0957, 30.0597, -0.0525, 0.0948, -0.135
Si, -0.7955, 9.623, 33.6995, 0.0108, 0.0327, 0.0594
Si, 3.4434, 14.0663, 36.0252, 0.0134, 0.1671, 0.1457
Si, 2.4753, 11.9649, 32.1593, 0.0767, -0.1037, -0.0457
Si, 3.6017, 2.9777, 36.1397, -0.0759, -0.0136, 0.1246
Si, 8.1284, 16.4972, 35.1422, -0.103, 0.0549, 0.04
Si, 7.2994, 5.2849, 36.7724, 0.007, -0.0042, 0.1952
Si, 0.5851, 14.3855, 35.0377, -0.1396, -0.0713, -0.0805
Si, 5.679, 12.2802, 36.2482, 0.0917, -0.0943, 0.0888
Si, 2.2992, 9.6098, 34.0773, -0.1294, 0.0132, 0.0243
Si, 16.0749, 2.8601, 29.3834, 0.0535, 0.0327, -0.1227
Si, 9.7228, 7.1975, 36.9934, -0.1225, 0.0574, 0.13
Si, 14.1314, 11.8039, 32.1117, -0.0369, 0.1056, 0.0376
Si, 8.6425, 4.2712, 31.8046, 0.049, 0.0027, 0.0302
Si, 5.2823, 16.6201, 36.2186, -0.0736, -0.0777, 0.1094
Si, 10.1528, 17.9114, 36.8634, 0.0379, 0.0522, 0.0231
Si, 21.6645, 13.399, 34.5007, -0.0376, 0.0234, -0.0183
Si, 14.0839, 4.828, 34.5853, -0.0557, -0.0813, 0.0433
Si, 9.9252, 6.8807, 32.3654, 0.0269, -0.1384, -0.0187
Si, 12.9197, 11.4424, 37.2935, -0.0232, 0.1471, 0.1985
Si, 16.3066, 14.1505, 29.3551, 0.0035, 0.0725, -0.0775
Si, 8.1664, 13.8498, 36.3691, 0.0623, -0.1458, 0.0536
Si, 28.59, 12.9812, 36.8239, -0.0299, -0.0233, 0.1254
Si, 23.1523, 4.3855, 36.8908, 0.0472, -0.0068, 0.1169
Si, 20.5369, 3.6103, 31.8452, -0.1321, -0.0028, -0.0489
Si, 25.6608, 8.883, 36.0352, 0.0377, 0.1009, 0.0549
Si, 18.7064, 13.7351, 34.3432, 0.0935, -0.0425, 0.1345
Si, 26.5044, 13.7549, 34.5866, 0.0151, -0.1115, 0.0288
Si, 28.2768, 15.4919, 32.9672, -0.0553, 0.0502, -0.1002
Si, 23.1269, 12.4356, 32.0694, 0.0029, -0.0195, 0.0389
Si, 21.3489, 6.4033, 31.7796, -0.0887, -0.0861, -0.1689
Si, 0.4243, 6.9718, 36.5638, 0.0551, -0.0173, 0.1006
Si, 30.9735, 12.3156, 35.1406, -0.0186, -0.0661, 0.0037
Si, 29.9118, 16.8473, 34.8298, 0.0811, -0.0121, 0.0037
Si, 1.345, 14.9646, 5.4402, -0.0067, -0.0079, 0.0069
Si, 4.1048, 1.3514, 5.4034, 0.0049, 0.0025, -0.0158
Si, 1.3953, 4.0927, 5.454, 0.0073, 0.0051, 0.0048
Si, 4.0645, 6.8018, 5.4398, -0.0028, -0.0084, -0.005
Si, 1.3739, 9.5393, 5.473, 0.0038, 0.0081, -0.004
Si, 4.0594, 12.2559, 5.4568, -0.0042, -0.0156, -0.0044
Si, 6.8271, 14.98, 5.4037, -0.007, 0.003, -0.0082
Si, 9.5287, 1.3636, 5.4181, -0.0088, -0.0004, -0.0057
Si, 6.8223, 4.0614, 5.4495, 0.0072, -0.0034, -0.0009
Si, 9.5774, 6.7924, 5.4614, 0.024, -0.0024, -0.001
Si, 6.7787, 9.5307, 5.4939, -0.0054, 0.0115, 0.008
Si, 9.4902, 12.2706, 5.4785, -0.0113, 0.0097, -0.0036
Si, 12.2655, 14.9775, 5.4424, -0.001, 0.001, 0.0036
Si, 14.9551, 1.3416, 5.3572, -0.0097, 0.002, -0.038
Si, 12.2579, 4.0281, 5.4125, -0.0012, -0.0144, -0.018
Si, 14.9875, 6.7627, 5.4645, 0.0068, 0.005, -0.0168
Si, 12.2798, 9.4897, 5.4467, 0.0107, 0.0019, -0.0115
Si, 15.015, 12.2079, 5.4379, -0.0056, 0.0032, -0.017
Si, 17.6849, 14.911, 5.4543, -0.014, -0.0026, 0.0082
Si, 20.3896, 1.3124, 5.4376, -0.0082, -0.0197, 0.0049
Si, 17.6694, 4.0607, 5.395, 0.0476, 0.0137, -0.017
Si, 20.4042, 6.7612, 5.4781, 0.0257, 0.018, 0.0161
Si, 17.6799, 9.4779, 5.4946, -0.0078, -0.0104, -0.0021
Si, 20.373, 12.222, 5.4675, -0.0062, -0.0073, -0.0078
Si, 23.0895, 14.9873, 5.452, -0.0185, 0.0095, -0.0086
Si, 25.8086, 1.3914, 5.4316, -0.0107, 0.0047, -0.0167
Si, 23.1206, 4.0637, 5.463, -0.0003, -0.0129, -0.0041
Si, 25.8122, 6.8165, 5.4748, 0.0097, -0.0001, -0.0136
Si, 23.1105, 9.5271, 5.5161, 0.0027, -0.0322, 0.0197
Si, 25.8397, 12.2924, 5.4892, -0.0009, 0.0043, -0.0018
Si, 28.5397, 14.9774, 5.4214, -0.0186, -0.0121, -0.0172
Si, 31.2692, 1.3496, 5.4643, 0.0253, 0.0076, -0.0111
Si, 28.5389, 4.1349, 5.4539, 0.0179, 0.0247, -0.0008
Si, 31.2563, 6.7809, 5.4509, -0.0182, -0.0123, -0.0286
Si, 28.577, 9.559, 5.4988, -0.0001, 0.0096, -0.0021
Si, 31.2573, 12.2482, 5.4121, 0.0043, 0.0161, -0.0249
Si, 2.7335, 16.3238, 6.7779, 0.0095, -0.0174, -0.0029
Si, 5.4441, 2.7108, 6.794, -0.0044, 0.0092, -0.0001
Si, 2.7308, 5.4486, 6.8244, -0.0048, 0.0015, 0.0021
Si, 5.4252, 8.1495, 6.8199, 0.0086, 0.0012, -0.0012
Si, 2.7257, 10.8918, 6.8324, -0.0049, 0.0007, 0.0097
Si, 5.4486, 13.6259, 6.7779, -0.0056, 0.0126, -0.0161
Si, 8.1798, 16.3193, 6.786, -0.0028, -0.0015, -0.0007
Si, 10.8835, 2.7093, 6.7918, 0.01, 0.006, -0.002
Si, 8.1878, 5.4307, 6.7974, 0, -0.0029, -0.0003
Si, 10.9205, 8.148, 6.8238, 0.0031, -0.0109, -0.0056
Si, 8.1389, 10.9029, 6.8335, 0.0008, 0.014, -0.0053
Si, 10.894, 13.6165, 6.8008, -0.0036, -0.0155, 0.0018
Si, 13.6109, 16.3447, 6.7866, -0.023, 0.0064, 0.0006
Si, 16.3028, 2.7, 6.7502, -0.0133, 0.0172, -0.0062
Si, 13.6063, 5.3959, 6.7878, 0.0133, -0.0038, -0.0059
Si, 16.3129, 8.1307, 6.8393, -0.0034, 0.0141, -0.0019
Si, 13.6248, 10.8692, 6.7959, -0.017, -0.0067, -0.0067
Si, 16.3388, 13.5634, 6.8231, 0.0236, -0.0074, 0.0007
Si, 19.0316, 16.2914, 6.805, -0.0009, 0.0062, 0.0015
Si, 21.7517, 2.6881, 6.7967, 0.0089, -0.0063, -0.0121
Si, 19.032, 5.3903, 6.8004, 0.0189, -0.0135, -0.0098
Si, 21.7401, 8.1494, 6.8386, -0.0105, 0.0144, -0.0072
Si, 19.0288, 10.8634, 6.8353, -0.0022, 0.0057, -0.0032
Si, 21.7524, 13.5924, 6.8047, 0.0134, -0.0166, -0.0139
Si, 24.4452, 16.36, 6.8037, -0.0146, 0.0233, -0.0025
Si, 27.1915, 2.7346, 6.7919, 0.0112, -0.0248, -0.0117
Si, 24.4681, 5.4359, 6.8241, -0.0039, 0.0069, -0.0072
Si, 27.1942, 8.1757, 6.8189, 0.0054, 0.0056, -0.0054
Si, 24.4941, 10.8952, 6.8341, -0.0095, -0.0043, -0.0098
Si, 27.2022, 13.6422, 6.8293, -0.0123, 0.0066, 0.0028
Si, 29.9077, 16.3106, 6.8065, 0.0108, 0.0006, 0.003
Si, 0.0112, 2.724, 6.793, -0.0071, 0.0031, -0.0022
Si, 29.9097, 5.4497, 6.8343, 0.0021, -0.0001, 0.0096
Si, -0.0105, 8.1613, 6.7954, 0.0162, 0.007, -0.0104
Si, 29.9359, 10.9141, 6.8355, -0.0083, -0.0145, -0.0026
Si, -0.0178, 13.6009, 6.7891, 0.0116, -0.0024, -0.0037
Si, 1.377, 1.3654, 8.1479, 0.0071, 0.0183, -0.0049
Si, 4.0977, 4.0797, 8.1629, 0.0143, 0.0189, 0.0095
Si, 1.3527, 6.8071, 8.1648, -0.0099, -0.0211, 0.0032
Si, 4.08, 9.5208, 8.1809, -0.0057, -0.0067, 0.0057
Si, 1.3513, 12.2543, 8.165, -0.0032, -0.0093, 0.0036
Si, 4.0853, 14.9685, 8.1501, 0.0034, 0.0023, 0.0059
Si, 6.8088, 1.3521, 8.1488, -0.0092, -0.0137, 0.005
Si, 9.5332, 4.0705, 8.1607, 0.0039, 0.0026, 0.0054
Si, 6.8142, 6.7925, 8.1548, -0.0083, 0.0019, -0.0111
Si, 9.5298, 9.5232, 8.1537, 0.0129, 0.0106, -0.0118
Si, 6.784, 12.2662, 8.1733, 0.004, -0.0207, 0.0075
Si, 9.5312, 14.9677, 8.1613, 0.0065, 0.0076, 0.0069
Si, 12.2425, 1.3585, 8.1582, 0.0034, -0.0043, 0.005
Si, 14.9636, 4.0483, 8.1485, -0.0235, -0.019, 0.001
Si, 12.2625, 6.7689, 8.1645, -0.0127, 0.0116, 0.0081
Si, 14.9571, 9.5072, 8.1769, 0.008, -0.0053, 0.009
Si, 12.2499, 12.2352, 8.1464, 0.0058, 0.0071, -0.0121
Si, 14.9614, 14.9571, 8.1402, 0.0115, 0.0007, -0.0131
Si, 17.6636, 1.3511, 8.1346, 0.0304, 0.002, -0.0007
Si, 20.3942, 4.0471, 8.161, -0.0104, 0.0035, -0.0018
Si, 17.6862, 6.7661, 8.1673, -0.0054, 0.0041, 0.0002
Si, 20.3905, 9.5118, 8.1906, 0.0131, -0.0028, 0.0079
Si, 17.6795, 12.2199, 8.1962, -0.0125, -0.0125, 0.0134
Si, 20.3948, 14.9458, 8.1692, -0.0082, 0.0072, 0.0079
Si, 23.1038, 1.3661, 8.187, -0.0043, -0.0055, 0.0141
Si, 25.8379, 4.08, 8.1708, -0.0078, 0, 0.0072
Si, 23.1097, 6.7902, 8.182, -0.0031, 0.0081, 0.0089
Si, 25.8438, 9.5267, 8.1868, -0.0022, 0.0059, -0.0006
Si, 23.1162, 12.2474, 8.174, -0.0051, -0.004, 0.0045
Si, 25.8215, 14.9974, 8.1618, 0.0153, -0.0067, -0.0081
Si, 28.5533, 1.3694, 8.1533, -0.0043, 0.0086, -0.0009
Si, 31.2842, 4.0751, 8.1627, -0.0146, -0.0026, 0.0012
Si, 28.5569, 6.8179, 8.1805, 0.0097, 0.0058, 0.0014
Si, 31.2929, 9.5311, 8.1721, 0.0015, 0.0153, 0.0024
Si, 28.5586, 12.2659, 8.1792, 0.0145, 0.0035, 0.0082
Si, 31.2766, 14.9593, 8.1627, -0.0135, -0.0103, 0.0058
Si, 0.01, 16.3252, 9.5079, 0.0028, -0.0092, 0.0017
Si, 2.7306, 2.7229, 9.5182, -0.0028, 0.0005, -0.0007
Si, 0.0009, 5.4407, 9.5225, -0.0022, 0.0058, 0.0046
Si, 2.7165, 8.1611, 9.5304, -0.0028, 0.0151, 0.0043
Si, 0.0098, 10.8875, 9.5335, 0.0088, -0.0075, 0.0036
Si, 2.7249, 13.6095, 9.5158, -0.0021, 0.0024, 0.0011
Si, 5.4474, 16.321, 9.5156, 0.0004, -0.003, 0.0022
Si, 8.1655, 2.7129, 9.5137, 0.0004, 0.0087, 0.0036
Si, 5.4562, 5.4387, 9.522, 0.0085, -0.0176, 0.0102
Si, 8.1675, 8.1627, 9.5133, -0.0008, -0.0036, 0.0002
Si, 5.4395, 10.8891, 9.5305, -0.0029, 0.0035, 0.0073
Si, 8.165, 13.6108, 9.5223, -0.0048, 0.0058, -0.0032
Si, 10.8861, 16.3219, 9.5226, 0.0007, -0.0012, 0.0079
Si, 13.5986, 2.7122, 9.5205, -0.0074, 0.0066, 0.0104
Si, 10.886, 5.4306, 9.5234, 0.0036, -0.0067, 0.0067
Si, 13.6003, 8.1435, 9.5276, 0.0014, 0.0027, 0.0044
Si, 10.8863, 10.8817, 9.514, 0.0045, -0.0036, 0.0046
Si, 13.6014, 13.6007, 9.5074, -0.0162, 0.0007, 0.0075
Si, 16.3151, 16.313, 9.5081, -0.0108, 0.008, -0.0015
Si, 19.0243, 2.6978, 9.5136, 0.0011, 0.0027, 0.0032
Si, 16.3144, 5.415, 9.5159, 0.0097, -0.0054, 0.0012
Si, 19.0301, 8.1399, 9.5307, 0.0012, 0.0063, -0.0001
Si, 16.3117, 10.8639, 9.5387, -0.0007, 0.0068, 0.0102
Si, 19.0394, 13.5922, 9.5348, 0.0089, -0.015, 0.0021
Si, 21.748, 16.3116, 9.53, 0.0074, 0.0033, 0.0011
Si, 24.4758, 2.7249, 9.5324, -0.0053, -0.0048, 0.0028
Si, 21.7471, 5.4205, 9.5234, -0.0006, -0.0024, -0.0024
Si, 24.4761, 8.1567, 9.53, 0.0024, -0.0016, -0.0058
Si, 21.7593, 10.8793, 9.5302, -0.0026, -0.0035, 0.0002
Si, 24.4773, 13.6154, 9.5212, -0.0064, -0.0021, -0.0025
Si, 27.1939, 16.3383, 9.5235, -0.0093, 0.0125, -0.0005
Si, 29.9218, 2.7179, 9.5187, 0.018, -0.0133, 0.0046
Si, 27.2002, 5.4421, 9.5273, 0.006, -0.0012, -0.0006
Si, 29.9263, 8.1738, 9.5297, -0.0139, 0.0011, 0.0068
Si, 27.2059, 10.8918, 9.5329, 0.0018, -0.0079, 0.0058
Si, 29.9249, 13.6109, 9.5375, 0.0054, 0.0031, 0.0102
Si, 1.3672, 14.9684, 10.8772, 0.0082, 0.0033, 0.0013
Si, 4.0905, 1.3623, 10.8776, 0.0041, 0.0017, 0.0023
Si, 1.3695, 4.0837, 10.8782, -0.0023, -0.0003, -0.0011
Si, 4.0899, 6.8011, 10.8791, -0.0029, -0.0007, -0.0052
Si, 1.3681, 9.5266, 10.8933, -0.0021, -0.0003, 0.0055
Si, 4.0789, 12.2474, 10.8865, -0.0078, -0.0146, 0.0029
Si, 6.8039, 14.9646, 10.8838, 0.0043, 0.0004, 0.0039
Si, 9.5235, 1.3593, 10.8808, 0.0031, -0.0083, 0.0003
Si, 6.8122, 4.0762, 10.8796, 0.0001, 0.0056, 0.0028
Si, 9.5237, 6.7997, 10.8755, 0.006, -0.0002, -0.0029
Si, 6.8085, 9.5242, 10.8788, 0.003, 0.0106, -0.0027
Si, 9.5238, 12.2414, 10.8763, -0.0015, 0.0012, -0.0011
Si, 12.2409, 14.9539, 10.8769, -0.0039, 0.0041, -0.0011
Si, 14.9552, 1.348, 10.8756, -0.0092, -0.0028, -0.0034
Si, 12.242, 4.0733, 10.883, 0.0038, -0.0029, 0.0077
Si, 14.9614, 6.7839, 10.8786, 0.0006, 0.0036, 0.003
Si, 12.2374, 9.5142, 10.8767, -0.0062, -0.0089, -0.0023
Si, 14.9513, 12.2394, 10.8784, 0.0078, -0.0058, -0.0048
Si, 17.672, 14.9582, 10.8776, 0.0095, 0.0039, -0.0047
Si, 20.3847, 1.3493, 10.8823, -0.0063, -0.0113, 0.0031
Si, 17.6722, 4.062, 10.8778, 0.0045, -0.0003, -0.0024
Si, 20.3923, 6.7833, 10.8828, 0.0032, 0.0002, -0.0009
Si, 17.6718, 9.5026, 10.8874, -0.0091, -0.005, 0.0028
Si, 20.3979, 12.2338, 10.8886, 0.0032, 0.0064, 0.0047
Si, 23.1151, 14.9607, 10.8871, -0.0087, 0.0019, 0.0029
Si, 25.8381, 1.3677, 10.8902, 0.0037, 0.0013, 0.0021
Si, 23.1115, 4.0756, 10.8887, 0.0099, 0.0038, 0.0048
Si, 25.8384, 6.7973, 10.8858, -0.0031, -0.0032, 0.0019
Si, 23.1171, 9.5167, 10.8837, 0, 0.0023, 0.0052
Si, 25.8374, 12.2509, 10.8794, 0.0017, -0.0007, -0.002
Si, 28.5588, 14.9749, 10.8817, 0.0009, -0.006, -0.003
Si, 31.2894, 1.3611, 10.8749, -0.0077, 0.008, 0.0017
Si, 28.5658, 4.0811, 10.8812, -0.0003, -0.0003, -0.0011
Si, 31.2852, 6.8044, 10.8835, 0.0021, -0.0032, -0.0011
Si, 28.565, 9.5283, 10.889, 0.0098, 0.0093, 0.0032
Si, 31.2866, 12.2458, 10.8901, -0.0098, -0.0027, 0.0012
Si, 2.7312, 16.3232, 12.2391, -0.0034, 0.0002, -0.0015
Si, 5.4511, 2.7194, 12.2396, -0.0003, 0.0007, 0.001
Si, 2.7316, 5.4417, 12.2401, 0.0015, -0.0036, 0.0027
Si, 5.4476, 8.165, 12.2408, -0.0003, -0.0017, 0.0021
Si, 2.7288, 10.8851, 12.253, 0.001, 0.0014, 0.0054
Si, 5.447, 13.6018, 12.2456, 0.0002, 0.0017, -0.0023
Si, 8.1654, 16.3207, 12.2433, -0.0054, 0.0031, 0.0014
Si, 10.8794, 2.7189, 12.2427, -0.0048, 0.0044, 0.0018
Si, 8.1662, 5.4418, 12.2393, 0.0005, -0.0052, 0.0006
Si, 10.878, 8.1597, 12.2397, -0.0041, 0.0082, 0.0037
Si, 8.1661, 10.8831, 12.2419, 0.0066, -0.0071, 0.0035
Si, 10.88, 13.5989, 12.241, 0.0046, -0.0001, 0.0015
Si, 13.5946, 16.3149, 12.2389, 0.0031, -0.0045, 0.004
Si, 16.3096, 2.7093, 12.2381, 0.0001, -0.0036, 0.0004
Si, 13.5969, 5.4354, 12.2411, -0.0077, -0.0013, -0.001
Si, 16.3112, 8.147, 12.2425, 0.0063, -0.0037, 0.0027
Si, 13.5932, 10.8777, 12.2368, -0.0024, 0.0085, 0.0011
Si, 16.3117, 13.5985, 12.2352, -0.0057, 0.0038, 0.001
Si, 19.0279, 16.313, 12.2433, 0.0032, 0.0059, 0.0027
Si, 21.7484, 2.7107, 12.2392, -0.004, 0.0005, -0.0032
Si, 19.0282, 5.4266, 12.2371, -0.0052, 0.0018, 0.0024
Si, 21.754, 8.1503, 12.2325, 0.0001, -0.0007, -0.0016
Si, 19.0321, 10.8707, 12.2356, 0.0059, -0.005, -0.0015
Si, 21.7554, 13.5973, 12.2419, 0.0091, -0.0078, 0.001
Si, 24.4772, 16.3212, 12.2419, 0.0066, -0.0002, 0.0009
Si, 27.2061, 2.7231, 12.2443, -0.0039, -0.0026, -0.0003
Si, 24.4767, 5.4358, 12.2415, -0.0096, 0.0019, 0.0004
Si, 27.2022, 8.1593, 12.2387, 0.0008, -0.0021, -0.0015
Si, 24.4791, 10.8809, 12.2337, -0.0011, 0.0011, -0.0021
Si, 27.2013, 13.6072, 12.2359, 0.0031, 0.0031, -0.0021
Si, 29.9291, 16.3254, 12.24, 0.0037, -0.0008, -0.001
Si, 0.0098, 2.7228, 12.2366, 0.0037, -0.0035, -0.0006
Si, 29.9271, 5.4409, 12.2408, -0.0019, 0.0008, 0.0016
Si, 0.0074, 8.1622, 12.245, -0.0013, 0.0017, 0.0025
Si, 29.9268, 10.8844, 12.2462, 0.0004, -0.0024, 0.0049
Si, 0.0127, 13.606, 12.2432, 0.0007, -0.0056, -0.0016
Si, 1.3728, 1.3649, 13.5972, -0.0001, 0.0043, -0.0006
Si, 4.0946, 4.0825, 13.5985, 0.0042, -0.0055, -0.0016
Si, 1.3745, 6.8046, 13.6017, -0.0002, 0.0027, -0.0015
Si, 4.0932, 9.5242, 13.6106, -0.0025, 0.0052, 0.0007
Si, 1.3696, 12.2466, 13.61, -0.0025, -0.0009, 0.0019
Si, 4.0893, 14.9637, 13.6045, -0.0013, 0.0019, 0.0008
Si, 6.8095, 1.3615, 13.6034, 0.0064, -0.0057, -0.0017
Si, 9.5235, 4.0841, 13.6022, 0.0023, 0.0016, 0.0023
Si, 6.8082, 6.8039, 13.6013, -0.0001, -0.0009, -0.0004
Si, 9.524, 9.5223, 13.6036, -0.0024, -0.0018, 0.0026
Si, 6.807, 12.2404, 13.6086, -0.0024, -0.0004, 0.0014
Si, 9.5206, 14.9576, 13.605, 0.0001, 0.0032, -0.0018
Si, 12.235, 1.3559, 13.6008, -0.0037, -0.0006, -0.002
Si, 14.9515, 4.0725, 13.5979, 0.0024, 0.0021, -0.0016
Si, 12.2384, 6.8002, 13.5981, 0.0065, -0.0027, 0.0012
Si, 14.9524, 9.5161, 13.5945, -0.0011, -0.0025, -0.0012
Si, 12.2376, 12.2375, 13.6015, -0.006, -0.007, -0.0024
Si, 14.953, 14.9563, 13.5978, -0.0023, 0.0026, -0.003
Si, 17.6677, 1.3539, 13.5996, -0.0013, -0.0039, -0.0003
Si, 20.3879, 4.0712, 13.5963, 0.004, 0.0004, -0.0001
Si, 17.6703, 6.7884, 13.5967, 0.0018, 0.001, 0.005
Si, 20.3911, 9.5084, 13.5869, 0.0025, -0.0014, -0.0008
Si, 17.6717, 12.2348, 13.5889, -0.0009, -0.0007, -0.0042
Si, 20.3904, 14.9528, 13.5978, -0.0022, 0.0006, 0.0014
Si, 23.1118, 1.3547, 13.5985, -0.0025, -0.0011, 0.0016
Si, 25.8391, 4.077, 13.5995, 0.008, -0.0021, 0.0017
Si, 23.1127, 6.7946, 13.5927, 0.0078, -0.0013, 0.003
Si, 25.8369, 9.5181, 13.5912, 0.0024, 0.0014, 0.002
Si, 23.1156, 12.2339, 13.592, -0.0047, 0.0038, 0.0016
Si, 25.8407, 14.9607, 13.596, -0.0054, -0.005, 0.001
Si, 28.5709, 1.3634, 13.6015, 0.0044, 0.0009, 0.0008
Si, 31.2935, 4.0842, 13.5997, 0.0007, -0.0022, -0.0034
Si, 28.5629, 6.7988, 13.5973, 0.002, -0.0011, -0.0006
Si, 31.2869, 9.5224, 13.6027, -0.0056, 0.0013, 0.0008
Si, 28.56, 12.2446, 13.5938, -0.0039, 0.0054, -0.001
Si, 31.2893, 14.9636, 13.6003, -0.0042, -0.0004, 0.0029
Si, 0.0159, 16.3233, 14.9572, 0.0066, 0.002, -0.0074
Si, 2.738, 2.7218, 14.9571, -0.0035, 0.0001, -0.0041
Si, 0.0156, 5.4451, 14.9605, 0.0018, -0.0051, 0.0017
Si, 2.7335, 8.1612, 14.9692, -0.0004, -0.0043, 0.004
Si, 0.0084, 10.8804, 14.9632, -0.0018, -0.0011, 0.001
Si, 2.7342, 13.6041, 14.9706, 0.0015, 0.002, -0.0008
Si, 5.4544, 16.3195, 14.9643, -0.0018, 0.0059, -0.0053
Si, 8.1654, 2.7247, 14.9633, -0.0061, 0.0011, -0.0039
Si, 5.4521, 5.4418, 14.9629, -0.0055, -0.0026, 0.0006
Si, 8.1661, 8.164, 14.9659, 0.0035, 0.0026, -0.0012
Si, 5.452, 10.8819, 14.9777, 0.005, -0.005, 0.0023
Si, 8.1676, 13.5974, 14.9737, -0.0011, 0.0021, 0.0021
Si, 10.876, 16.3203, 14.9651, -0.0016, -0.0082, 0.0005
Si, 13.5897, 2.7194, 14.9599, -0.0039, -0.0029, -0.0011
Si, 10.8807, 5.445, 14.9625, -0.0034, 0.0005, -0.0026
Si, 13.5938, 8.162, 14.9585, -0.005, 0.0021, -0.0007
Si, 10.8831, 10.8798, 14.9673, 0.0033, 0.0033, 0.0019
Si, 13.5965, 13.5988, 14.96, 0.006, 0.0033, 0.0016
Si, 16.3083, 16.3158, 14.9581, -0.0028, 0.0009, 0.003
Si, 19.0237, 2.7174, 14.9559, -0.0024, -0.0068, 0.0016
Si, 16.3065, 5.4359, 14.9558, -0.0063, -0.0066, 0.0009
Si, 19.0313, 8.153, 14.9471, 0.0015, 0.0024, -0.0005
Si, 16.3141, 10.8772, 14.9487, 0.0074, 0.0066, -0.0038
Si, 19.0291, 13.5901, 14.9515, 0.0067, -0.0008, 0.0025
Si, 21.751, 16.3119, 14.9542, 0.005, 0.0045, 0.0013
Si, 24.475, 2.7149, 14.9541, 0.0008, -0.0012, -0.0009
Si, 21.7493, 5.4354, 14.9476, -0.0046, 0.0018, -0.0014
Si, 24.4724, 8.1558, 14.9459, -0.0094, -0.0015, 0
Si, 21.7498, 10.8693, 14.9396, 0.0031, -0.0042, -0.0049
Si, 24.4774, 13.5934, 14.9449, 0.0084, 0.0027, -0.0025
Si, 27.2062, 16.3174, 14.9524, 0.0041, 0.0008, -0.0034
Si, 29.9364, 2.7221, 14.9599, -0.0015, 0.0027, 0.0003
Si, 27.2016, 5.4372, 14.9545, -0.0068, 0.0008, 0.0024
Si, 29.923, 8.1606, 14.9549, 0.0013, -0.0016, 0.0012
Si, 27.1972, 10.8794, 14.9455, 0.0066, 0.0018, -0.0046
Si, 29.9246, 13.598, 14.9519, -0.0035, -0.0097, -0.0066
Si, 1.3752, 14.9693, 16.325, -0.0132, 0.0034, 0.0006
Si, 4.101, 1.3657, 16.3199, 0.0032, -0.0076, -0.0056
Si, 1.3861, 4.0874, 16.3156, 0.01, -0.011, -0.0041
Si, 4.0972, 6.7993, 16.3294, 0.0045, -0.0019, -0.0049
Si, 1.3702, 9.5232, 16.3261, -0.0032, 0.0048, -0.0046
Si, 4.0927, 12.2458, 16.3381, -0.0096, 0.0059, 0.0015
Si, 6.808, 14.9601, 16.3335, -0.0036, 0.0053, 0.0001
Si, 9.5211, 1.3669, 16.3266, -0.0043, 0.0038, -0.0055
Si, 6.8115, 4.0847, 16.3276, 0.0077, -0.0027, -0.0032
Si, 9.5286, 6.8081, 16.327, -0.0046, -0.0014, 0.0025
Si, 6.8148, 9.52, 16.339, 0.0006, -0.001, 0.0034
Si, 9.5299, 12.2367, 16.3361, 0.0063, -0.0121, -0.0006
Si, 12.237, 14.9595, 16.3208, -0.0044, 0.0069, -0.0073
Si, 14.9488, 1.3596, 16.3153, 0.0008, -0.0038, -0.0041
Si, 12.2356, 4.0847, 16.3231, 0.0039, -0.001, 0.0038
Si, 14.9517, 6.802, 16.3151, 0.0013, 0.0035, -0.0007
Si, 12.2424, 9.5202, 16.3281, -0.0026, 0.0015, 0.0015
Si, 14.9597, 12.2361, 16.3127, -0.0031, -0.0029, -0.0034
Si, 17.667, 14.9488, 16.309, -0.0043, 0.0055, -0.0046
Si, 20.3849, 1.3531, 16.3051, -0.0035, 0.001, -0.0026
Si, 17.6629, 4.08, 16.3151, 0.0025, 0.0062, 0.0026
Si, 20.3876, 6.7944, 16.3051, 0.0088, -0.0063, 0.0009
Si, 17.6755, 9.5177, 16.3032, -0.0049, -0.0052, -0.0024
Si, 20.3889, 12.2208, 16.3001, 0.0065, -0.0064, -0.0036
Si, 23.1138, 14.9436, 16.3032, 0.0022, -0.0122, -0.0016
Si, 25.839, 1.3511, 16.3072, 0.001, 0.0007, 0.0007
Si, 23.109, 4.0779, 16.3046, -0.0018, 0.0005, -0.0005
Si, 25.8317, 6.7965, 16.3035, 0.0108, -0.0044, -0.0012
Si, 23.1009, 9.5083, 16.2989, -0.0018, 0.0095, -0.0021
Si, 25.8289, 12.2278, 16.303, -0.0073, 0.0047, -0.0014
Si, 28.5626, 14.9513, 16.3104, 0.0034, 0.0053, 0.0063
Si, 31.3024, 1.3632, 16.319, 0.0038, -0.0056, 0.0015
Si, 28.5691, 4.0806, 16.3117, 0.0047, -0.0032, -0.0011
Si, 31.2906, 6.8083, 16.3139, -0.0032, 0.0031, -0.003
Si, 28.5553, 9.5216, 16.3047, -0.0071, 0.0004, -0.0024
Si, 31.279, 12.2369, 16.3146, -0.005, 0.0102, 0.0045
Si, 2.7512, 16.3248, 17.6822, 0.008, 0.017, -0.0098
Si, 5.4519, 2.7272, 17.6896, -0.0093, -0.0101, -0.0052
Si, 2.7414, 5.439, 17.6931, -0.0134, -0.0113, 0.0003
Si, 5.46, 8.15, 17.6963, -0.0128, -0.005, 0.0019
Si, 2.7278, 10.8817, 17.6913, 0.0003, -0.0027, 0.0038
Si, 5.4569, 13.6005, 17.7063, 0.0074, 0.0027, 0.0022
Si, 8.1618, 16.3314, 17.6895, 0.0072, -0.0041, -0.0057
Si, 10.8784, 2.7281, 17.6886, -0.0029, 0.0027, -0.0023
Si, 8.1758, 5.4431, 17.6856, -0.0029, 0.0068, -0.0111
Si, 10.8838, 8.1668, 17.6963, 0.002, -0.006, -0.0064
Si, 8.18, 10.8737, 17.7058, -0.0035, 0.0063, -0.0002
Si, 10.8933, 13.5986, 17.6928, -0.0008, 0.0126, 0.0001
Si, 13.5917, 16.3236, 17.6773, -0.0055, -0.0097, -0.0029
Si, 16.2982, 2.7263, 17.6733, -0.0137, -0.0153, 0.0043
Si, 13.5888, 5.4535, 17.6805, -0.0032, -0.0057, -0.0077
Si, 16.318, 8.1646, 17.6636, 0.0083, 0.0071, -0.0085
Si, 13.6113, 10.8783, 17.68, 0.0033, 0.0034, -0.003
Si, 16.3166, 13.5896, 17.6773, -0.0012, -0.0031, 0.0045
Si, 19.0261, 16.309, 17.6591, 0.0037, 0.0008, 0.004
Si, 21.7404, 2.7204, 17.6553, 0.009, -0.0043, 0.0021
Si, 19.0215, 5.4472, 17.6658, -0.0024, 0.0019, 0.0013
Si, 21.7387, 8.1571, 17.6648, 0.0035, 0.0004, -0.008
Si, 19.034, 10.8671, 17.6697, 0.0071, 0.0062, -0.0048
Si, 21.7558, 13.5696, 17.652, -0.0076, 0.0122, -0.0052
Si, 24.4779, 16.299, 17.6569, 0.0024, 0.0052, -0.0063
Si, 27.202, 2.7154, 17.6589, -0.0011, -0.0083, -0.0039
Si, 24.4632, 5.4438, 17.6614, 0.006, 0.0055, 0.0006
Si, 27.1853, 8.1653, 17.6554, 0.0056, 0.0046, -0.0066
Si, 24.4573, 10.8652, 17.6528, -0.0072, -0.0135, -0.0075
Si, 27.1943, 13.5798, 17.6571, -0.0021, -0.0111, -0.0107
Si, 29.9341, 16.3116, 17.6594, -0.0059, 0, -0.0094
Si, 0.0375, 2.7235, 17.6729, -0.0005, 0.0163, -0.007
Si, 29.9285, 5.449, 17.6665, 0.0074, -0.0028, 0.0023
Si, 0.007, 8.1646, 17.6849, -0.0013, 0.0002, 0.0026
Si, 29.9171, 10.8703, 17.6708, 0.0019, 0.0062, -0.0056
Si, 0.0011, 13.603, 17.6647, 0.0128, -0.0113, -0.0132
Si, 1.416, 1.3816, 19.0407, 0.006, -0.0246, -0.0065
Si, 4.1059, 4.0854, 19.0653, 0.0089, -0.0047, -0.0041
Si, 1.3731, 6.8028, 19.0395, -0.0007, 0.0015, -0.011
Si, 4.0939, 9.5135, 19.0425, 0.0034, 0.0104, -0.0041
Si, 1.3498, 12.2485, 19.0324, -0.0347, 0.0308, -0.0033
Si, 4.0977, 14.9689, 19.063, -0.009, 0.0082, 0.0084
Si, 6.8059, 1.3726, 19.0579, -0.0139, 0.0145, -0.0067
Si, 9.5317, 4.0952, 19.0575, -0.0056, -0.0015, -0.0067
Si, 6.8245, 6.7876, 19.0614, 0.0253, -0.0063, -0.0073
Si, 9.5353, 9.5138, 19.0803, 0.0032, -0.0009, 0.0106
Si, 6.8256, 12.2379, 19.0641, 0.0029, -0.0099, 0.0052
Si, 9.533, 14.9753, 19.0367, -0.0106, -0.0045, -0.0059
Si, 12.245, 1.3742, 19.0421, 0.0094, -0.0109, 0.0006
Si, 14.9481, 4.1017, 19.0364, -0.0078, 0.0071, 0.0014
Si, 12.241, 6.8108, 19.0587, -0.0057, 0.0106, 0.0016
Si, 14.9759, 9.5202, 19.0366, 0.0052, -0.0028, -0.0083
Si, 12.2618, 12.234, 19.0475, 0.0113, -0.0062, -0.0009
Si, 14.9458, 14.9509, 19.0244, -0.0104, 0.0282, -0.01
Si, 17.6618, 1.3544, 19.009, 0.0115, -0.0073, -0.001
Si, 20.3797, 4.0856, 19.0131, -0.0076, 0.0004, -0.0005
Si, 17.6757, 6.8209, 19.0301, -0.0135, 0.0031, -0.0045
Si, 20.3765, 9.5009, 19.0402, 0.0037, -0.0021, -0.007
Si, 17.6804, 12.224, 19.0322, -0.0032, -0.0063, -0.0083
Si, 20.3879, 14.9253, 18.9918, 0.0217, -0.0173, -0.0128
Si, 23.1026, 1.344, 18.9885, 0.0011, -0.0009, 0.0008
Si, 25.8337, 4.082, 19.0017, -0.0031, -0.0042, 0.003
Si, 23.101, 6.8084, 19.0216, -0.0179, -0.0037, -0.0063
Si, 25.8026, 9.5047, 19.0135, 0.0008, 0.0135, -0.0078
Si, 23.0904, 12.1966, 19.0253, 0.0142, 0.0011, -0.0034
Si, 25.823, 14.9183, 19.0158, 0.0053, 0.0088, 0.0041
Si, 28.5636, 1.3424, 19.0049, 0.0087, 0.0073, 0.0046
Si, 31.3121, 4.0938, 19.0089, 0.0086, -0.016, -0.0039
Si, 28.5586, 6.8223, 19.0066, -0.0127, 0.0016, -0.0078
Si, 31.279, 9.5241, 19.0431, 0.0026, -0.0158, 0.0053
Si, 28.5406, 12.2154, 19.0228, -0.0011, 0.0075, 0.0018
Si, 31.2875, 14.9565, 19.0296, -0.0049, -0.0039, 0.0098
Si, 0.0483, 16.3233, 20.3522, -0.0002, 0.0206, -0.0009
Si, 2.7619, 2.7338, 20.4475, -0.0062, 0.0025, 0.0101
Si, 0.0137, 5.4486, 20.4012, -0.0001, -0.0063, 0.0152
Si, 2.7322, 8.1571, 20.4022, -0.0044, -0.0136, 0.0119
Si, -0.0122, 10.8989, 20.4028, 0.0173, 0.0181, 0.0021
Si, 2.7135, 13.5986, 20.3918, -0.003, -0.0186, -0.0042
Si, 5.4517, 16.3405, 20.4336, 0.0085, -0.0026, 0.0061
Si, 8.1621, 2.7446, 20.412, 0.0128, -0.0035, -0.007
Si, 5.478, 5.4288, 20.4342, -0.0189, -0.0114, -0.0065
Si, 8.1832, 8.1292, 20.4395, -0.0154, -0.0078, 0.0019
Si, 5.4694, 10.8509, 20.4057, -0.0058, 0.0066, 0.0058
Si, 8.1916, 13.6193, 20.4083, 0.0107, 0.0141, -0.0002
Si, 10.8914, 16.3311, 20.398, -0.0049, 0.0042, 0.0059
Si, 13.5826, 2.7584, 20.4022, 0.0035, 0.0023, 0.0076
Si, 10.8836, 5.4567, 20.4311, 0.0079, 0.0045, -0.0002
Si, 13.6205, 8.172, 20.4005, -0.0018, -0.0085, -0.0081
Si, 10.9184, 10.8793, 20.4215, -0.0009, 0.0056, 0.0041
Si, 13.6232, 13.5869, 20.4137, 0.0004, -0.0045, 0.0163
Si, 16.3032, 16.3144, 20.364, -0.0127, -0.0161, 0.0152
Si, 19.0146, 2.7218, 20.3573, -0.0065, -0.0064, 0.0198
Si, 16.3127, 5.4735, 20.3793, 0.0083, 0.0048, -0.0086
Si, 19.0118, 8.1703, 20.4265, -0.0055, -0.0038, 0.0007
Si, 16.3409, 10.8619, 20.4081, -0.0019, 0.0011, -0.0006
Si, 19.0543, 13.5717, 20.3783, 0.0091, 0.0184, 0.0031
Si, 21.7488, 16.2808, 20.3271, -0.0178, -0.0046, 0.0025
Si, 24.458, 2.7104, 20.3304, 0.0014, -0.0028, 0.0121
Si, 21.7194, 5.4676, 20.3671, 0.029, 0.0141, 0.0095
Si, 24.4382, 8.1719, 20.3988, 0.0061, 0.0056, 0.0074
Si, 21.7345, 10.84, 20.4079, -0.0071, -0.009, -0.0043
Si, 24.4611, 13.54, 20.3718, -0.0087, -0.0164, 0.0069
Si, 27.2041, 16.2763, 20.3468, 0.0006, 0.0079, 0.0011
Si, 29.9436, 2.7208, 20.3245, -0.0089, -0.0073, -0.0033
Si, 27.1774, 5.4773, 20.3419, 0.0187, -0.0093, 0.008
Si, 29.9087, 8.1626, 20.3963, -0.0014, 0.0211, 0.0111
Si, 27.1597, 10.849, 20.3696, -0.0019, -0.0084, -0.0043
Si, 29.907, 13.5784, 20.3655, 0.0074, -0.006, 0.0011
O, 2.4244, 16.5653, 30.4917, 0.0976, 0.1802, 0.6083
O, 31.2195, 12.2643, 28.5649, 0.3262, 0.1568, 0.3243
O, 2.3794, 6.0481, 33.0363, -0.1527, -0.0763, -0.2308
O, 30.9098, 6.3614, 28.4615, -0.5468, -0.2126, -0.1106
O, 0.6465, 4.1035, 28.2123, -0.3363, -0.1277, -0.0669
O, 2.7446, 5.5118, 27.5949, -0.0517, -0.1285, 0.2359
O, 5.1627, 13.4862, 27.4639, -0.2777, 0.054, 0.3315
O, 0.0226, 13.7063, 27.1918, -0.1222, -0.0901, 0.136
O, 0.9835, 4.408, 34.7039, 0.4565, -0.1825, 0.2525
O, 11.0483, 2.733, 27.6976, 0.0363, 0.2467, 0.0983
O, 5.8621, 16.3122, 37.7082, 0.5602, -0.2996, 0.0288
O, 12.117, 14.5124, 28.3009, 0.0918, -0.0062, 0.1428
O, 3.6265, 11.3703, 28.3373, 0.2855, -0.0864, 0.3879
O, 17.4205, 13.9095, 30.4993, -0.0057, -0.1901, 0.2733
O, 13.3516, 5.815, 30.7719, -0.3264, -0.2232, 0.1037
O, 9.2444, 5.4373, 32.7851, 0.1775, 0.072, 0.6015
O, 14.8977, 14.5806, 30.0356, -0.3265, 0.2732, -0.5631
O, 16.3996, 6.9773, 35.6935, 0.3027, -0.4537, -0.0764
O, 14.6006, 6.3401, 28.5682, -0.0553, 0.3473, 0.1607
O, 16.3209, 8.0763, 27.7625, -0.03, 0.0237, 0.3266
O, 19.0482, 16.375, 27.528, 0.078, -0.1458, 0.2776
O, 16.4359, 1.9842, 30.7073, 0.7123, -0.2921, 0.0845
O, 31.293, 7.5114, 30.7895, 0.4541, -0.212, 0.2464
O, 19.0326, 5.3595, 27.7063, 0.1263, 0.1718, 0.3391
O, 25.705, 16.7883, 28.0211, -0.6326, 0.0043, 0.2271
O, 19.3065, 11.1014, 30.8269, -0.2703, 0.1519, 0.2677
O, 27.005, 5.1274, 30.2571, -0.2438, -0.3465, 0.4229
O, 23.163, 2.783, 28.1729, -0.1868, 0.0763, 0.5613
O, 19.0462, 17.4401, 33.3218, -0.2549, -0.3738, 0.1763
O, 25.9026, 6.8299, 28.5532, 0.2934, 0.3664, -0.0006
O, 26.2429, 5.1338, 35.4452, 0.3323, 0.3278, 0.5191
O, 24.1711, 13.0964, 31.0167, -0.0257, 0.3271, -0.0198
O, 25.8944, 2.7543, 34.2454, 0.0737, -0.4535, 0.3083
O, 29.1297, 15.5572, 34.3353, 0.289, -0.3304, 0.5447
O, -0.1442, 2.7942, 33.0153, 0.4737, -0.0074, -0.2865
O, 27.0869, 2.5931, 27.4094, -0.1655, -0.1512, 0.4097
O, 28.0333, 8.9474, 28.7239, -0.2978, -0.4431, -0.0542
O, 1.7948, 14.9784, 28.5193, 0.6065, -0.3283, 0.3071
O, 0.5271, 2.5957, 30.2298, 0.5055, -0.0646, 0.3415
O, 3.5831, 2.5809, 29.8125, 0.1936, 0.3081, -0.1644
O, 2.392, 11.5238, 30.6089, -0.2434, 0.3059, -0.0139
O, 1.5393, 6.8017, 35.3993, 0.3775, 0.0168, -0.0359
O, 0.9816, 12.3842, 32.6082, -0.1446, -0.3164, 0.4087
O, 8.9546, 16.6793, 31.1817, -0.3546, -0.1669, -0.122
O, 3.22, 13.853, 37.6205, -0.1166, -0.3609, 0.0842
O, 7.0297, 6.3059, 30.092, -0.3406, 0.5208, 0.0886
O, 30.2273, 13.0606, 33.9288, -0.4617, 0.4742, 0.0652
O, 13.6036, 9.4516, 34.3106, -0.039, -0.3831, 0.5314
O, 5.0042, 16.7836, 30.5793, 0.3826, -0.1634, -0.3011
O, 7.6566, 3.9919, 37.6874, -0.507, -0.1864, -0.2412
O, 23.1072, 17.5115, 30.244, 0.2515, -0.4139, 0.1659
O, 18.6555, 8.6871, 31.4496, -0.3776, -0.2033, -0.0411
O, 14.0938, 5.7381, 35.9382, -0.418, 0.0478, 0.1205
O, 19.1618, 13.8835, 37.671, 0.237, -0.0642, -0.5691
O, 14.0094, 1.5587, 31.6005, -0.21, 0.64, -0.5113
O, 9.8911, 17.0174, 28.7873, -0.204, -0.3913, 0.2744
O, 27.5256, 12.1085, 37.7052, -0.4077, 0.0154, -0.24
O, 12.5067, 4.6255, 38.7643, -0.2195, 0.1032, -0.1739
O, 27.7123, 13.6433, 35.6566, 0.1734, 0.5075, -0.1455
O, 5.3382, 11.6035, 37.6803, -0.3578, 0.0241, -0.1502
O, 19.897, 2.9105, 37.8559, 0.0328, -0.0714, -0.3404
O, 22.3966, 5.4429, 37.8315, 0.1938, 0.1507, -0.3961
O, 20.3882, 5.1445, 31.3405, -0.5152, 0.0343, -0.5094
O, 21.8804, 11.8485, 31.1889, 0.0897, -0.3948, 0.026
O, 25.0391, 9.3369, 37.463, 0.3378, 0.1981, 0.0193
O, 9.7129, 12.6324, 39.0156, -0.3021, 0.0348, -0.0314
O, 17.2924, 15.6844, 37.7421, 0.3798, 0.2252, -0.3875
O, 17.6503, 10.8236, 37.8444, 0.0363, -0.3278, -0.3135
O, 13.6728, 10.0799, 37.7171, -0.03, 0.0165, -0.1774
O, 19.8789, 9.8188, 33.5302, 0.0876, 0.2007, -0.1614
O, 16.5944, 13.1361, 37.874, -0.4216, 0.1503, -0.0139
O, 19.6091, 2.4395, 31.1475, -0.5322, 0.0217, -0.5466
O, 27.2889, 8.8545, 36.2093, 0.1206, 0.1361, -0.5977
O, 27.9621, 9.7243, 38.6309, 0.2778, -0.0807, 0.0551
O, 7.1418, 9.9881, 38.6497, 0.1343, 0.0316, -0.294
O, 9.8543, 2.6608, 38.0411, 0.5744, 0.0204, 0.1239
O, 24.137, 11.9176, 35.5763, -0.1151, -0.5304, 0.2104
O, 21.5659, 17.2325, 37.6473, -0.0329, 0.0329, -0.3948
O, 29.0976, 14.5169, 31.9735, 0.235, 0.1911, -0.3812
O, 12.5691, 15.1178, 38.6437, 0.0653, -0.0111, -0.3631
O, 0.7767, 9.2412, 33.6452, 0.1732, -0.2804, -0.0313
O, 16.8969, 15.2847, 28.3868, -0.424, 0.3513, 0.0468
O, 15.5801, 4.2379, 34.3734, 0.1952, 0.528, -0.4305
O, 0.1894, 2.0414, 35.5652, 0.634, -0.0511, 0.0995
O, 15.0986, 10.5546, 32.4989, 0.5914, -0.0175, 0.1857
O, 24.3897, 3.7339, 37.7086, 0.2025, 0.0901, -0.1726
O, 25.909, 1.8556, 38.7929, -0.2466, -0.2848, -0.4805
O, 2.7039, 3.0583, 37.4875, -0.745, -0.0126, -0.3969
O, 8.5584, 14.948, 35.267, 0.5229, -0.2595, -0.3593
O, 11.5214, 17.1112, 30.9541, 0.0052, 0.2906, 0.0417
O, 21.0376, 1.4143, 28.435, -0.1871, 0.4104, 0.6786
O, 30.941, 1.6437, 31.0515, -0.4253, -0.2331, 0.0226
O, 25.0359, 7.4239, 35.8352, -0.4815, -0.2097, 0.1287
O, 22.5564, 13.9317, 35.7531, -0.0836, 0.4219, 0.1024
O, 15.9957, 5.6055, 37.7864, -0.1329, -0.2078, -0.1192
O, 23.6654, 5.1634, 35.5743, -0.467, 0.0192, -0.4582
O, 27.9339, 17.0262, 37.7203, -0.0512, -0.691, -0.1948
O, 14.1871, 3.1213, 37.5998, -0.1131, 0.4913, -0.4192
O, 2.6452, 9.3875, 38.0484, 0.4292, 0.1119, 0.0013
O, 3.4794, 13.2267, 32.3161, -0.2464, 0.4014, 0.2429
O, 31.5297, 7.1881, 38.9268, 0.1012, 0.1344, 0.0608
O, 12.7567, 4.4841, 28.5708, 0.0092, 0.178, 0.1882
O, 2.1023, 13.857, 35.1568, 0.1356, -0.3587, -0.3994
O, 5.1673, 3.5208, 33.7401, 0.3173, -0.0592, -0.2487
O, 19.6112, 10.4769, 36.0837, 0.4164, -0.2094, 0.3184
O, 18.7184, 12.1118, 34.2251, -0.5521, -0.2565, -0.1463
O, 16.0014, 2.1454, 35.9326, 0.4511, -0.2967, 0.0725
O, 22.1419, 3.2122, 36.4657, -0.0251, -0.0862, -0.5905
O, 15.1499, 17.1036, 37.9833, -0.6106, -0.1867, 0.1524
O, 0.433, 8.5471, 36.9472, -0.3856, 0.1509, 0.2204
O, 23.3229, 15.5448, 38.6357, 0.1034, 0.0209, -0.456
O, 7.1468, 9.3045, 28.7145, -0.0352, -0.585, 0.1914
O, 9.799, 13.2226, 28.1209, -0.0659, 0.3339, -0.0478
O, 28.1584, 16.9846, 32.354, 0.1751, 0.4246, 0.287
O, 29.5847, 5.4185, 30.5535, 0.0349, 0.3055, 0.2225
O, 8.7195, 17.4037, 36.3383, -0.3272, 0.1878, 0.3114
O, 6.5221, 11.2742, 35.3047, -0.5264, -0.465, -0.2297
O, 30.8015, 9.9549, 29.7225, 0.4443, -0.1064, -0.0844
O, 25.1672, 14.311, 35.3143, 0.0336, 0.7898, -0.1451
O, 5.3356, 2.5667, 27.4508, -0.1924, -0.0278, 0.1201
O, 0.7894, 5.9684, 37.7818, 0.2086, -0.5088, -0.1873
O, 31.3658, 13.3035, 31.6196, 0.1067, -0.0624, -0.5032
O, 3.7374, 16.919, 28.2416, -0.2839, -0.6717, 0.0914
O, 4.7338, 1.82, 36.2663, 0.0686, -0.0731, -0.0941
O, 23.028, 10.4141, 38.6038, -0.252, -0.0559, -0.4853
O, 29.8192, 16.3271, 27.5083, 0.1415, 0.0913, 0.2834
O, 4.2819, 17.4338, 33.036, -0.206, -0.0953, 0.4169
O, 11.5302, 6.7827, 32.3715, 0.0466, 0.2565, -0.1196
O, 29.7248, 10.5347, 27.4505, 0.2772, 0.2495, -0.5514
O, 21.9315, 7.3103, 30.5828, 0.559, 0.0833, 0.206
O, 0.6702, 15.773, 35.8538, 0.3034, 0.0849, 0.0092
O, 20.4934, 12.2122, 28.8778, 0.0439, -0.0945, 0.1836
O, 27.4687, 16.9251, 29.9055, 0.2054, 0.0338, -0.0312
O, -0.0919, 17.3209, 37.8949, -0.4602, 0.6515, 0.0008
O, 6.5703, 13.6151, 36.4674, -0.3966, 0.5129, -0.0129
O, 6.7762, 17.4749, 32.2914, -0.2135, 0.3943, -0.1427
O, 30.6886, 17.4435, 33.5702, 0.1546, -0.2685, -0.1239
O, 2.1903, 10.1057, 35.6157, 0.5271, 0.3347, 0.1009
O, 8.6722, 9.8522, 35.1178, -0.3685, -0.4333, 0.4744
O, 6.187, 6.0935, 37.6135, -0.2966, 0.3699, -0.2822
O, 9.3901, 7.2717, 30.8755, 0.1957, 0.4503, -0.1153
O, 24.6224, 4.0443, 32.3591, -0.2213, 0.0053, -0.2512
O, 15.9101, 8.372, 33.5788, 0.324, -0.0543, -0.4327
O, 13.7339, 5.801, 33.3596, 0.2686, 0.0757, 0.0734
O, 17.3588, 3.5365, 28.6433, 0.3859, 0.097, 0.3148
O, 8.6099, 6.1624, 36.4735, 0.2314, -0.2439, -0.466
O, 5.2873, 13.7646, 30.4419, -0.3023, 0.3101, -0.2975
O, 14.7608, 13.3004, 32.2769, 0.1917, 0.0108, 0.2261
O, 13.0348, 3.5834, 34.6258, -0.2168, 0.2778, -0.3505
O, 16.054, 12.8599, 28.4121, 0.4471, -0.3093, 0.1855
O, 21.0285, 12.4691, 38.6514, -0.1002, -0.1138, -0.3451
O, -0.0817, 8.2311, 27.5822, -0.0331, -0.0565, 0.3773
O, 1.0223, 14.407, 30.9867, 0.445, -0.3993, -0.1902
O, 23.8005, 1.6174, 32.8127, -0.0909, -0.2076, 0.1637
O, 16.0439, 1.8943, 33.3056, -0.1446, 0.08, 0.1096
O, 4.8439, 6.1867, 33.8455, 0.5233, 0.2686, -0.2222
O, 24.3524, 10.7754, 27.6251, 0.1354, -0.1319, 0.3056
O, 8.8099, 12.421, 35.9227, 0.7104, -0.2436, -0.0221
O, 30.9064, 16.5207, 36.0375, -0.1651, -0.4951, 0.3311
O, 29.3465, 14.0803, 37.7775, -0.1951, 0.6122, -0.2633
O, 18.1626, 14.3539, 32.9603, -0.6531, 0.2425, 0.1192
O, 26.8264, 12.9183, 31.0071, 0, 0.4039, 0.385
O, 20.2437, 3.492, 33.4457, 0.1375, 0.3846, 0.4271
O, 31.0083, 3.8126, 34.9624, 0.0317, -0.0977, 0.4914
O, 31.5416, 12.7737, 38.6005, 0.1983, 0.2868, -0.3733
O, 24.3492, 5.0978, 27.5172, 0.1346, 0.1876, 0.2325
O, 1.5824, 15.501, 38.7334, 0.1487, 0.1401, -0.3043
O, 6.7073, 4.0463, 28.9471, 0.1722, -0.1663, 0.2952
O, 4.3655, 18.0848, 38.9473, 0.3225, -0.1078, -0.0289
O, 7.1568, 14.3311, 28.6608, 0.4901, 0.3124, 0.2393
O, 11.0515, 2.1966, 35.6637, -0.1491, 0.3119, -0.3416
O, -1.0153, 6.5563, 35.9453, -0.4312, -0.4158, 0.251
O, 13.6867, 11.8067, 27.9884, -0.3988, -0.1722, -0.0971
O, 7.8045, 13.0618, 30.9432, 0.7091, 0.2698, 0.1159
O, 12.3133, 9.9169, 28.8565, 0.0055, -0.1895, 0.6649
O, 4.2205, 4.4757, 35.9186, -0.3415, 0.601, 0.2808
O, 0.6613, 11.0605, 37.6116, 0.1925, 0.0804, -0.3181
O, 9.0081, 8.242, 37.9836, 0.3839, 0.331, -0.0833
O, 27.3288, 7.0914, 38.0895, -0.699, -0.2005, -0.4075
O, 4.1523, 15.522, 35.8103, -0.3626, 0.2327, -0.1544
O, 8.4268, 11.04, 27.4605, 0.1536, 0.0525, 0.3972
O, 28.78, 11.8219, 29.4658, -0.3076, 0.4848, -0.163
O, 13.6953, 16.3893, 27.5115, -0.1969, -0.0332, 0.3198
O, 10.4156, 8.0099, 35.7913, 0.368, -0.2232, 0.0723
O, 6.5143, 16.5884, 35.1664, -0.2301, 0.1227, -0.5197
O, 10.9491, 16.7007, 37.5574, 0.1161, -0.2391, -0.3957
O, 15.7458, 15.9614, 32.031, 0.2441, -0.1075, 0.0123
O, 11.6312, 12.3825, 29.6921, -0.474, -0.2421, 0.2255
O, 17.9798, 3.1332, 34.6443, 0.0699, 0.5368, 0.096
O, 26.1688, 12.2702, 33.988, 0.5283, -0.2279, -0.1961
O, 6.3381, 11.7086, 29.2722, -0.3397, -0.0318, -0.4198
O, 18.3306, 7.723, 33.9684, 0.3111, -0.4804, 0.2072
O, 27.1143, 10.3461, 30.8182, -0.5984, 0.041, 0.1099
O, 7.3735, 10.5115, 31.3057, 0.4762, -0.672, 0.3918
O, 3.1038, 3.3488, 32.2238, -0.5621, 0.0629, 0.1049
O, 23.1725, 16.2628, 28.0364, 0.1905, 0.0747, 0.1205
O, 30.0524, 3.5671, 32.6155, -0.0383, 0.3551, -0.4857
O, 9.0091, 2.7715, 32.243, 0.4462, 0.0854, 0.3805
O, 24.4523, 13.462, 37.6847, 0.0768, -0.4384, -0.1407
O, 27.6596, 14.9439, 28.2107, 0.0654, -0.6243, 0.0367
O, 26.8791, 14.7907, 33.3979, -0.2333, 0.0264, -0.2647
O, 20.1626, 1.8211, 35.5403, -0.1632, -0.3286, -0.0069
O, 19.9492, 13.6186, 31.1062, 0.1846, 0.2907, 0.2836
O, 31.3539, 9.82, 32.1791, 0.384, 0.5661, -0.1722
O, 7.0202, 4.2562, 31.6423, -0.3648, -0.3358, 0.6029
O, 10.8851, 6.3668, 37.7192, -0.0349, 0.062, -0.2796
O, 12.8294, 11.6658, 33.0773, -0.6002, 0.5221, -0.2638
O, 28.7659, 4.2449, 28.4512, 0.7215, 0.0399, 0.0826
O, 18.0298, 4.4862, 38.741, 0.1471, 0.0213, -0.235
O, -0.4804, 5.0611, 30.4035, 0.037, -0.0178, 0.4635
O, -0.4715, 13.3016, 35.645, -0.0599, 0.1232, 0.5251
O, 29.0794, 8.7315, 31.2063, -0.2375, -0.3917, 0.6472
O, 29.6709, 8.3037, 37.6001, 0.2166, 0.0952, -0.6939
O, 10.4164, 14.7909, 30.1789, -0.2667, -0.3623, 0.5299
O, 2.9129, 10.7583, 33.124, 0.1702, -0.1285, 0.1941
O, 2.1155, 4.7258, 30.3046, 0.022, 0.7418, -0.1064
O, 9.1717, 4.7345, 30.3231, 0.2532, -0.2404, -0.3158
O, 8.9998, 6.4373, 28.3356, -0.0886, -0.1996, 0.1216
O, 28.7728, 4.861, 38.6828, -0.0691, 0.183, -0.2879
O, 20.6626, 7.1791, 38.6615, 0.0486, 0.1236, -0.1656
O, 13.5314, 17.6041, 35.8422, -0.154, -0.7668, -0.2603
O, 25.638, 12.6187, 28.7674, 0.2049, -0.0725, 0.2376
O, 29.6939, 2.7145, 37.6285, 0.207, -0.0751, -0.2183
O, 3.3117, 8.364, 33.8806, 0.2862, 0.0995, 0.3828
O, 8.3415, 11.8145, 33.3867, 0.6298, 0.0051, -0.0865
O, 23.9249, 11.3077, 32.9571, 0.0527, -0.3561, -0.1587
O, 5.2696, 9.3765, 30.374, -0.1858, 0.0333, 0.2799
O, 22.5379, 13.539, 33.124, 0.3553, 0.6615, 0.0132
O, 29.8899, 5.9627, 33.9754, -0.6314, 0.2153, -0.0312
O, 29.0413, 11.8943, 31.9804, 0.0257, -0.4862, 0.5996
O, 5.951, 12.4691, 32.6151, -0.2261, -0.2208, 0.5064
O, 12.2648, 17.5539, 33.5086, -0.0863, 0.0437, -0.0644
O, 25.6352, 14.978, 29.9155, -0.6163, 0.3254, 0.4219
O, 4.7273, 4.8081, 30.574, -0.1971, 0.4069, 0.0119
O, 18.9982, 16.0508, 31.0993, -0.2693, 0.1215, -0.3636
O, -0.0823, 16.3784, 29.7067, -0.2495, -0.3337, -0.129
O, 20.3995, 9.1596, 29.4959, 0.1374, 0.0727, -0.2274
O, 1.2131, 10.4163, 28.4003, -0.4888, 0.4648, 0.0549
O, 15.3967, 1.8494, 28.3362, -0.1137, -0.0778, 0.3905
O, 22.8077, 8.8995, 28.5958, 0.0721, 0.1061, 0.5209
O, 13.8047, 11.4551, 30.5747, 0.3446, -0.0338, -0.118
O, 21.0687, 6.9468, 28.2452, 0.0216, -0.2165, 0.2699
O, 17.9454, 9.6824, 28.9656, -0.039, 0.3924, 0.3192
O, 4.0485, 7.3962, 31.5207, 0.214, -0.2546, -0.0904
O, 27.203, 3.0237, 36.5892, -0.4627, 0.0181, 0.4751
O, -0.2173, 6.3645, 33.4571, -0.1518, -0.135, -0.4994
O, 0.1466, 14.6638, 33.4902, -0.0178, 0.5967, -0.1055
O, 8.5578, 14.4819, 37.7937, 0.2287, 0.3939, -0.088
O, 6.7083, 4.9448, 35.3117, 0.4429, -0.0931, -0.4277
O, 24.9243, 6.3425, 33.5107, 0.0622, 0.4779, -0.2961
O, 18.8001, 8.5546, 37.648, -0.3264, -0.1479, -0.3246
O, 30.9362, 8.4065, 34.259, -0.4274, 0.2352, 0.2302
O, 17.7307, 14.1726, 35.5715, -0.6308, 0.266, -0.3798
O, 13.8195, 8.1088, 32.0576, -0.139, 0.1762, -0.3719
O, 12.7981, 11.5448, 35.695, 0.2322, 0.4776, -0.1637
O, 28.3322, 2.9339, 30.7193, 0.2584, -0.1125, 0.0403
O, 21.8767, 13.9229, 27.6198, -0.0558, -0.062, 0.2789
O, 20.552, 7.3811, 32.769, 0.3432, 0.0683, 0.523
O, 11.08, 10.0645, 34.2322, -0.214, 0.0933, -0.1437
O, 10.8602, 8.1696, 27.6709, 0.2434, 0.1424, 0.3858
O, 4.3887, 7.2498, 28.8303, 0.5199, -0.2974, 0.0971
O, 4.3466, 12.8129, 35.5357, -0.2445, -0.2642, -0.3316
O, 11.4387, 11.2151, 37.8905, -0.0819, -0.1076, -0.2608
O, 31.6003, 10.9131, 34.6348, -0.0665, -0.0939, -0.0019
O, 9.4997, 8.0699, 33.3614, -0.4086, -0.0122, -0.0611
O, 13.2075, 15.4358, 32.0415, -0.4797, -0.2875, -0.0545
O, 26.753, 7.7435, 30.7621, -0.2989, 0.14, 0.6708
O, 2.8919, 2.5625, 34.7327, -0.5889, -0.0796, -0.1723
O, 14.6685, 7.7772, 37.6148, 0.1562, -0.0212, -0.0819
O, 4.2763, 7.4137, 38.6586, 0.044, 0.0836, -0.2733
O, 8.8082, 17.0276, 33.7927, 0.3871, -0.0467, 0.1256
O, 17.2435, 9.4298, 35.6575, -0.086, 0.2842, -0.1596
O, 22.6277, 5.7755, 32.5111, -0.0753, -0.0408, 0.5943
O, 24.6833, 6.177, 30.8635, -0.316, 0.0941, -0.1705
O, 21.2937, 11.8114, 34.5983, 0.5041, -0.1936, 0.2092
O, 31.31, 1.9343, 28.4397, 0.0032, 0.6209, 0.3215
O, 25.3213, 9.8132, 34.7518, -0.1483, -0.2672, -0.2387
O, 22.0629, 3.1562, 31.5695, 0.5855, 0.488, -0.151
O, 28.8431, 17.8907, 35.3911, -0.0634, 0.4766, -0.3722
O, 26.0846, 2.0232, 31.6818, -0.1973, -0.2801, -0.505
O, 20.2605, 14.2129, 34.5191, 0.1428, 0.5664, 0.2066
O, 15.0515, 4.0405, 29.8007, 0.1824, 0.0785, 0.4883
O, 28.2763, 3.9954, 34.4007, -0.0086, 0.1752, -0.142
O, 21.3308, 17.0066, 32.0911, 0.1185, -0.6903, 0.2901
O, 29.8054, 12.0584, 36.24, -0.0975, -0.2731, 0.3101
O, 13.6514, 12.7897, 37.8736, 0.2786, -0.0856, -0.2742
O, 5.3816, 15.1191, 32.6378, -0.0093, 0.1081, 0.3098
O, 2.8566, 9.098, 29.7629, -0.5089, -0.3092, 0.0353

Results
total energy: -218728.375 eV
total energy less fixed offsets of O -438.35, Si -107.03 eV per atom: -9.655 eV
